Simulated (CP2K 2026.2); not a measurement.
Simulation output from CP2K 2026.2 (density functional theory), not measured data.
Periodic cell of 1152 atoms, Si864O288, from a study of silicon, its oxide and their interface. The atomic structure is a simulated model.
Doubt: the forces sum to 3.42 eV/angstrom along one axis rather than to zero, so they err by at least 0.0030 eV/angstrom per atom on average; the grid cutoff is modest.

Settings
functional: PBE
method: Gaussian and plane waves
basis set: DZVP-MOLOPT-SR-GTH
pseudopotentials: GTH-PBE
grid cutoff: 350 Ry, relative cutoff 50 Ry
k points: Gamma only
occupations: fixed
spin: none
net charge: 0

Cell vectors (angstrom)
a, 32.64, 0, 0
b, 0, 16.32, 0
c, -3.0169, -2.4906, 38.7151

Atoms and the computed forces on them: element, x, y, z (angstrom), force x, y, z (eV/angstrom)
Si, 1.4386, 14.6552, 0.1797, -0.0022, 0.1842, 0.6841
Si, 4.2099, 1.2859, 0.1821, -0.2754, 0.1366, 0.6609
Si, 1.0481, 4.344, 0.0128, 0.0629, -0.177, 0.7103
Si, 4.1826, 6.561, 0.0369, -0.1127, 0.2149, 0.6887
Si, 0.9314, 9.7489, 0.1007, 0.1902, -0.0869, 0.7015
Si, 3.7528, 12.5747, 0.0346, 0.126, -0.2265, 0.7368
Si, 6.4371, 15.3285, 0.1573, 0.2264, -0.2844, 0.7054
Si, 9.7768, 1.138, 0.2706, -0.1947, 0.0272, 0.6906
Si, 3.4518, 1.8913, 38.6116, 0.2475, -0.1384, 0.6791
Si, 9.2301, 7.2572, 0.0565, 0.1121, -0.2526, 0.7592
Si, 6.9603, 9.3989, 0.1606, -0.2084, 0.0925, 0.7118
Si, 6.7198, 9.479, 38.6892, -0.1452, 0.178, 0.6559
Si, 11.8516, 15.124, 0.0101, 0.3087, -0.0736, 0.656
Si, 14.7483, 1.6059, 0.0044, 0.1966, -0.2921, 0.7488
Si, 12.3153, 3.6485, 0.0925, -0.1834, 0.4177, 0.7101
Si, 12.1226, 3.9396, 38.6906, -0.1163, 0.2496, 0.7357
Si, 12.0444, 9.8178, 0.102, 0.0587, -0.0387, 0.6776
Si, 12.4363, 9.555, 38.5672, -0.3552, 0.1647, 0.7089
Si, 14.9148, 12.1429, 38.6271, -0.1787, 0.3609, 0.7435
Si, 17.947, -1.2986, 38.613, -0.4335, 0.1008, 0.6831
Si, 14.5836, 1.9051, 38.5849, 0.1392, -0.3285, 0.6482
Si, 20.8032, 6.5072, 0.0217, -0.0851, 0.1192, 0.7774
Si, 17.5056, 9.649, 0.0061, 0.1143, -0.1067, 0.7437
Si, 20.1676, 12.4053, 0.0386, 0.2142, -0.2075, 0.8122
Si, 22.9593, 15.0696, 0.0979, 0.2071, -0.0753, 0.7953
Si, 26.2315, 1.1227, 0.4951, -0.166, -0.177, 0.6758
Si, 23.0133, 4.25, 0.0735, 0.1842, -0.1054, 0.7486
Si, 26.4144, 6.1894, 0.0397, -0.1712, 0.2633, 0.7406
Si, 20.33, 6.9714, 38.6241, -0.2029, 0.118, 0.747
Si, 26.0917, 12.1825, 0.1473, -0.234, 0.1519, 0.7494
Si, 28.3598, 15.2663, 0.194, 0.1453, -0.183, 0.7751
Si, 30.6942, 1.8772, 0.1536, 0.1819, -0.0736, 0.7803
Si, 28.5427, 4.0051, 0.6081, 0.003, 0, 0.5946
Si, 31.3086, 6.4081, 0.0111, -0.0438, 0.2798, 0.6254
Si, 28.2711, 9.8534, 0.1709, 0.1643, -0.2309, 0.7179
Si, 31.4188, 11.9841, 0.1645, -0.0885, 0.111, 0.7676
Si, 2.6105, 0.0245, 1.3651, -0.0307, -0.0307, -0.0483
Si, 5.429, 2.839, 1.3891, 0.05, 0.0446, -0.018
Si, 2.6294, 5.4429, 1.3768, 0.0059, 0.0187, -0.0367
Si, 5.3578, 8.1609, 1.3308, -0.0055, -0.0285, -0.0243
Si, 2.6272, 10.9045, 1.3048, -0.0009, -0.0229, -0.0372
Si, 5.3386, 13.665, 1.3876, -0.0001, -0.0064, -0.0446
Si, 8.1075, 0.0231, 1.4276, -0.0178, -0.0146, -0.0324
Si, 10.9145, 2.6228, 1.6199, -0.017, -0.0043, 0.025
Si, 8.1408, 5.4831, 1.2069, -0.0398, -0.0082, -0.065
Si, 10.8547, 8.2682, 1.4087, 0.008, -0.0083, -0.0605
Si, 8.1744, 10.9279, 1.4082, -0.0045, 0.0059, -0.0465
Si, 10.7883, 13.5768, 1.3674, -0.0136, -0.0485, -0.0412
Si, 13.6133, 16.2324, 1.2113, -0.043, -0.0147, -0.0855
Si, 16.419, 2.7521, 1.1902, 0.0055, 0.0337, -0.0303
Si, 13.4968, 5.3735, 1.2563, -0.0444, -0.0377, -0.0488
Si, 16.262, 8.1079, 1.2479, 0.001, -0.0256, -0.0174
Si, 13.6879, 11.0304, 1.2032, 0.0684, 0.0234, -0.0291
Si, 16.4443, 13.5445, 1.3703, 0.0175, -0.0184, -0.0615
Si, 19.1049, 0.0773, 1.0246, 0.0331, -0.0166, -0.0821
Si, 21.8823, 2.6982, 1.4252, -0.0115, 0.0385, -0.0456
Si, 19.1375, 5.4389, 1.3005, 0.0282, -0.0009, -0.0201
Si, 21.9099, 8.1499, 1.2813, 0.0373, 0.0048, -0.0404
Si, 19.0446, 10.8225, 1.3525, -0.0077, 0.0007, -0.0199
Si, 21.7465, 13.5473, 1.3684, -0.0373, -0.0078, -0.0393
Si, 24.5106, -0.0913, 1.4757, -0.0222, -0.0097, -0.0557
Si, 27.2618, 2.6131, 1.905, -0.0269, -0.0119, -0.0099
Si, 24.6319, 5.3566, 1.3606, -0.0067, 0.025, -0.0273
Si, 27.2525, 8.0563, 1.317, -0.0722, 0.0729, -0.0538
Si, 24.4754, 10.947, 1.3352, 0.0235, -0.0295, -0.0526
Si, 27.258, 13.6572, 1.5055, 0.0111, 0.0235, -0.038
Si, 29.8913, 0.1095, 1.4997, 0.0244, -0.0214, -0.0778
Si, 32.5154, 2.7963, 1.3558, 0.0325, -0.0056, -0.0984
Si, 29.9681, 5.4435, 1.6723, 0.0363, 0.0379, -0.0265
Si, 32.4295, 8.1191, 1.3209, -0.0041, -0.0642, -0.0173
Si, 29.8826, 10.8723, 1.5159, 0.024, -0.0226, -0.055
Si, -0.0537, 13.5178, 1.5185, -0.0542, -0.0257, -0.0373
Si, 1.2511, 1.3881, 2.6958, 0.0024, 0.0408, 0.0113
Si, 4.0059, 4.1092, 2.7533, -0.015, -0.0106, 0.0129
Si, 1.2869, 6.8566, 2.7011, -0.01, 0.0157, -0.0018
Si, 4.0141, 9.552, 2.6655, 0.0003, -0.0079, 0.0076
Si, 1.3476, 12.1908, 2.8259, 0.0219, -0.0002, 0.0275
Si, 4.0055, 15.0258, 2.7722, -0.005, -0.0012, 0.0341
Si, 6.7956, 1.4636, 2.7465, -0.0339, -0.0228, 0.0344
Si, 9.4774, 4.133, 2.6792, -0.0524, 0.0307, 0.0007
Si, 6.7698, 6.7986, 2.6753, 0.0506, 0.0069, 0.018
Si, 9.5173, 9.5898, 2.8023, -0.0046, -0.0032, 0.0444
Si, 6.7561, 12.2923, 2.6948, -0.0157, -0.0011, -0.0045
Si, 9.4437, 14.923, 2.7517, 0.0386, 0.0301, 0.0216
Si, 12.3472, 1.2314, 2.7876, 0.0565, -0.0421, 0.0161
Si, 14.9763, 4.0577, 2.6035, -0.0183, -0.01, 0.0471
Si, 12.2201, 6.804, 2.644, 0.0192, 0.008, 0.0011
Si, 14.9367, 9.5357, 2.597, 0.0096, 0.0238, 0.0237
Si, 12.3033, 12.307, 2.6564, -0.0248, -0.0286, 0.0297
Si, 14.9918, 14.924, 2.6109, -0.0147, 0.0172, 0.0108
Si, 17.7514, 1.3524, 2.5298, 0.0093, -0.0128, -0.0237
Si, 20.414, 4.0292, 2.6976, 0.0182, 0.0103, 0.0199
Si, 17.7157, 6.811, 2.6223, -0.0261, 0.0045, 0.0115
Si, 20.4702, 9.4696, 2.6425, 0.0073, -0.0117, -0.0175
Si, 17.734, 12.1849, 2.762, 0.0171, 0.0029, 0.0249
Si, 20.3635, 15.0106, 2.594, -0.0261, 0.0185, 0.0559
Si, 23.1951, 1.3425, 2.8091, 0.0083, 0.0028, -0.0086
Si, 25.7948, 4.0561, 2.9361, -0.0463, 0.0208, 0.0362
Si, 23.2532, 6.792, 2.6825, 0.0022, -0.0188, 0.0219
Si, 25.8348, 9.4712, 2.6581, 0.0102, 0.0204, 0.0292
Si, 23.11, 12.2248, 2.7426, 0.02, 0.0116, -0.0213
Si, 25.8396, 14.9111, 2.8765, 0.0117, 0.0081, 0.0158
Si, 28.6595, 1.2787, 3.1048, 0.0428, -0.0345, 0.0735
Si, 31.3383, 4.0781, 2.9325, -0.0018, -0.0435, 0.0463
Si, 28.575, 6.8702, 2.864, -0.0301, 0.018, -0.0022
Si, 31.199, 9.4515, 2.8227, -0.0025, -0.0094, 0.0029
Si, 28.5919, 12.2865, 2.8484, -0.0232, 0.0044, 0.0321
Si, 31.2677, 14.9964, 2.7747, -0.0293, -0.0035, 0.0107
Si, -0.0121, 0.0186, 4.1356, 0, 0.0183, 0.0009
Si, 2.6607, 2.716, 4.0811, -0.0029, 0.0006, -0.0128
Si, 0.0499, 5.4886, 4.1861, -0.0162, 0.0086, -0.0266
Si, 2.6787, 8.1974, 4.0621, -0.0184, -0.0116, -0.0173
Si, -0.0267, 10.8269, 4.1425, -0.0014, -0.0076, -0.0118
Si, 2.7035, 13.6074, 4.1353, 0.0025, 0.0154, -0.0222
Si, 5.4197, 0.0621, 4.0841, -0.0028, -0.0083, -0.013
Si, 8.1615, 2.7858, 4.0981, 0.0161, -0.0027, 0.0013
Si, 5.4098, 5.4655, 4.078, 0.0255, 0.022, -0.0356
Si, 8.1339, 8.1631, 4.0684, -0.0068, -0.0102, -0.0311
Si, 5.4075, 10.8914, 4.0346, 0.0047, 0.0029, -0.0044
Si, 8.1014, 13.5989, 4.1167, 0.0058, 0.0102, 0.0053
Si, 10.8791, -0.0582, 4.0864, 0.0027, 0.0108, -0.0079
Si, 13.6806, 2.6933, 4.0474, 0.0195, -0.012, -0.0099
Si, 10.8675, 5.4666, 4.0309, 0.0039, -0.0135, 0.0178
Si, 13.5943, 8.1749, 3.993, -0.0167, 0.0337, -0.0165
Si, 10.9411, 10.9428, 4.066, 0.0008, -0.0134, -0.0095
Si, 13.6339, 13.631, 4.048, -0.0075, -0.0003, -0.0081
Si, 16.3675, 0.0049, 3.9354, 0.0099, -0.0025, -0.0093
Si, 19.0373, 2.6761, 4.0211, 0.0028, 0.0047, -0.0134
Si, 16.3325, 5.4371, 3.9761, -0.0276, 0.0125, -0.0317
Si, 19.0711, 8.147, 4.0127, -0.0228, 0.0033, -0.0078
Si, 16.3117, 10.8316, 4.0365, -0.0182, 0.0087, -0.0107
Si, 19.0717, 13.6285, 4.0378, 0.0046, 0.0008, -0.0167
Si, 21.7339, -0.0181, 4.0511, -0.0149, -0.0104, -0.0304
Si, 24.4553, 2.6946, 4.2444, 0.0242, -0.0458, 0.0256
Si, 21.8024, 5.4296, 4.0157, 0.0373, 0.009, -0.0373
Si, 24.5122, 8.166, 4.1074, 0.0024, -0.0053, -0.0247
Si, 21.7586, 10.846, 4.0645, -0.0185, 0.0034, 0.01
Si, 24.4527, 13.5459, 4.16, 0.0064, 0.0143, -0.0112
Si, 27.1838, -0.0723, 4.2859, -0.0248, 0.0205, -0.0253
Si, 29.9966, 2.7308, 4.3159, 0.0429, -0.0143, -0.0044
Si, 27.2023, 5.4653, 4.1836, 0.0121, 0.0047, -0.0374
Si, 29.8919, 8.1749, 4.2569, 0.0211, -0.0011, 0.0231
Si, 27.1814, 10.853, 4.0838, -0.013, -0.0571, -0.0503
Si, 29.9377, 13.6402, 4.1841, -0.0111, 0.0187, -0.0147
Si, 1.3253, 14.889, 21.7308, -0.0052, -0.0094, 0.0088
Si, 4.0899, 1.3395, 21.7148, -0.0089, 0.008, 0.0034
Si, 1.3578, 4.0494, 21.6636, -0.01, -0.0067, -0.0059
Si, 4.0865, 6.7941, 21.7226, 0.013, 0.004, 0.008
Si, 1.3538, 9.4975, 21.7277, 0.0001, 0.0046, 0.0145
Si, 4.0725, 12.2094, 21.7657, -0.0091, 0.009, 0.0051
Si, 6.7897, -1.3863, 21.7738, -0.014, -0.0113, 0.0143
Si, 9.5031, 1.3717, 21.7539, -0.0003, -0.0021, 0.0132
Si, 6.7999, 4.077, 21.7553, 0.0002, 0.0062, 0.0077
Si, 9.5408, 6.8278, 21.7876, 0.0165, -0.017, 0.0118
Si, 6.7935, 9.5533, 21.7802, -0.0048, 0.0043, 0.0116
Si, 9.5151, 12.2637, 21.8221, -0.0096, 0.0115, 0.0154
Si, 12.2276, -1.3612, 21.7914, -0.0076, -0.0208, 0.0094
Si, 14.9845, 1.3738, 21.7825, 0.0107, -0.0028, 0.0129
Si, 12.2646, 4.1304, 21.7862, -0.0018, 0.0238, 0.0004
Si, 14.9607, 6.8166, 21.7431, -0.0006, -0.0035, 0.0016
Si, 12.2181, 9.5437, 21.7537, 0.0099, -0.0161, 0.0117
Si, 14.9629, 12.2882, 21.7671, 0.0055, 0.0061, 0.0043
Si, 17.7013, -1.2814, 21.7712, 0.0065, -0.0095, -0.0045
Si, 20.3872, 1.3714, 21.8045, -0.0143, -0.0015, 0.0139
Si, 17.7417, 4.0648, 21.7663, -0.0038, 0.0212, -0.0027
Si, 20.4355, 6.7664, 21.7986, -0.0002, -0.0076, 0.0037
Si, 17.6914, 9.5304, 21.7432, -0.0038, -0.0056, -0.0127
Si, 20.4483, 12.2717, 21.7244, 0.006, -0.0013, -0.0061
Si, 23.1219, -1.3495, 21.7579, -0.0019, -0.0137, -0.0004
Si, 25.8553, 1.361, 21.7426, -0.0081, 0.006, -0.0078
Si, 23.1131, 4.0869, 21.8096, 0.0054, 0.0027, 0.0125
Si, 25.795, 6.797, 21.7333, -0.0041, 0.0039, -0.0014
Si, 23.1413, 9.5093, 21.7776, 0.0084, -0.0085, 0.0104
Si, 25.8226, 12.2086, 21.7522, -0.0087, -0.0152, 0.0038
Si, 28.56, -1.3634, 21.7461, -0.005, 0.0232, 0.0148
Si, -1.3673, 1.2966, 21.6767, -0.0058, 0.0027, -0.0043
Si, 28.5551, 4.0544, 21.6993, -0.0005, -0.0059, 0.0064
Si, -1.3737, 6.7708, 21.6773, 0.0098, -0.0074, -0.0225
Si, 28.5206, 9.5117, 21.7141, 0.0075, -0.0155, 0.0016
Si, -1.3774, 12.2282, 21.7181, -0.0024, 0.0124, 0.0085
Si, 2.7118, -0.0532, 23.0114, 0.0086, 0.0042, -0.0055
Si, 5.426, 2.7036, 23.1018, 0.0043, -0.0159, -0.0072
Si, 2.7233, 5.3845, 23.021, -0.0213, -0.0005, -0.0114
Si, 5.3785, 8.2103, 23.0951, -0.0282, -0.0099, 0.0202
Si, 2.6826, 10.8604, 23.1189, 0.0202, -0.0217, -0.0076
Si, 5.4298, 13.555, 23.1388, 0.0058, 0.0227, 0.0292
Si, 8.127, 0.0145, 23.1111, 0.0181, -0.0148, 0.0017
Si, 10.8834, 2.7392, 23.0827, -0.0294, 0.0163, -0.0044
Si, 8.1697, 5.4418, 23.1042, -0.0044, 0.0107, 0.0398
Si, 10.8665, 8.2253, 23.1707, -0.0191, -0.0039, 0.0007
Si, 8.1681, 10.8784, 23.1853, 0.0047, -0.0124, -0.0133
Si, 10.8493, 13.6494, 23.2062, 0.0032, 0.0192, 0.0433
Si, 13.6043, 0.0038, 23.1208, 0.007, -0.0104, 0.0036
Si, 16.4111, 2.6983, 23.1211, 0.0146, -0.0235, 0.0152
Si, 13.606, 5.5241, 23.1626, -0.02, 0.0091, 0.0494
Si, 16.3561, 8.1323, 23.0909, 0.0122, -0.0052, 0.0041
Si, 13.5806, 10.9091, 23.0812, -0.0215, 0.0223, 0.0103
Si, 16.3225, 13.7007, 23.0952, -0.0127, -0.0111, 0.0202
Si, 19.0556, 0.0248, 23.2181, -0.0314, -0.01, 0.0269
Si, 21.709, 2.7555, 23.1701, -0.0002, 0.0308, 0.012
Si, 19.0972, 5.3879, 23.1783, 0.0124, -0.0312, 0.0159
Si, 21.8343, 8.1033, 23.1393, 0.0188, -0.0141, 0.0296
Si, 19.0789, 10.9182, 23.0343, -0.0185, -0.0082, -0.0059
Si, 21.7728, 13.6249, 23.1359, -0.025, 0.0222, 0.0002
Si, 24.4971, 0.0098, 23.0919, 0.0262, -0.0154, 0.0004
Si, 27.2495, 2.6879, 23.0961, 0.0033, 0.0137, -0.0007
Si, 24.519, 5.4242, 23.1592, -0.0091, 0.0246, 0.0233
Si, 27.1184, 8.1903, 23.0681, 0.0083, 0.021, 0.0014
Si, 24.4766, 10.8744, 23.1679, 0.0132, -0.0081, 0.0177
Si, 27.1919, 13.5766, 23.0698, 0.0099, -0.0079, 0.0189
Si, 29.9452, -0.0194, 23.1082, 0.0073, 0.0042, 0.0134
Si, -0.0007, 2.6621, 22.9766, 0.0272, -0.0033, 0.0129
Si, 29.8787, 5.4506, 23.0294, 0.0154, -0.0034, 0.0361
Si, 0.0125, 8.0784, 23.0351, 0.0086, 0.0134, 0.0086
Si, 29.8891, 10.8715, 23.0452, -0.0317, 0.0059, 0.0222
Si, -0.0328, 13.5345, 23.1377, 0.0231, 0.0006, 0.0147
Si, 1.3591, 1.304, 24.3328, -0.0135, 0.0319, -0.021
Si, 4.0353, 4.0485, 24.4276, -0.022, -0.0127, -0.0006
Si, 1.3921, 6.7132, 24.3921, 0.0077, -0.0047, -0.0441
Si, 3.9665, 9.4925, 24.5271, -0.0029, -0.0278, -0.0069
Si, 1.3015, 12.1467, 24.5226, -0.0117, -0.0095, 0.006
Si, 3.9914, -1.4125, 24.4232, -0.0177, 0.0114, -0.0126
Si, 6.7271, 1.3108, 24.4816, -0.0086, -0.0323, -0.0148
Si, 9.5216, 4.0483, 24.466, -0.0002, -0.0014, -0.0276
Si, 6.7965, 6.8772, 24.3736, 0.0456, 0.0088, -0.0273
Si, 9.5067, 9.5405, 24.6158, 0.003, -0.0201, 0.0032
Si, 6.7953, 12.2147, 24.5387, -0.0097, 0.0271, 0.0103
Si, 9.484, -1.2266, 24.5606, 0.0387, 0.0193, -0.0395
Si, 12.2457, 1.3941, 24.4347, -0.009, -0.0095, -0.0165
Si, 15.0857, 4.1354, 24.3775, 0.0034, 0.0405, -0.0662
Si, 12.2391, 6.9324, 24.5587, 0.0468, -0.0063, -0.0386
Si, 15.0069, 9.5593, 24.3576, -0.0293, 0.012, -0.0407
Si, 12.2133, 12.2099, 24.5006, -0.0197, -0.0262, -0.0203
Si, 14.9507, -1.3154, 24.527, 0.0153, -0.0019, -0.0193
Si, 17.6935, 1.3702, 24.6318, -0.003, 0.014, -0.0118
Si, 20.3725, 4.0371, 24.6797, -0.0027, -0.0088, 0.0066
Si, 17.7243, 6.7673, 24.4708, -0.0247, 0.0136, -0.0264
Si, 20.4249, 9.5232, 24.3553, 0.0003, -0.0049, -0.0535
Si, 17.7896, 12.3819, 24.3445, 0.0571, 0.02, -0.0528
Si, 20.4482, -1.3523, 24.5567, -0.0234, 0.0069, -0.0232
Si, 23.1357, 1.3969, 24.4146, -0.0119, 0.01, -0.0318
Si, 25.958, 4.0723, 24.4723, 0.0103, 0.0215, -0.0216
Si, 23.174, 6.7357, 24.5872, -0.0164, 0.0093, -0.0381
Si, 25.8302, 9.5118, 24.5525, 0.0019, -0.0011, 0.0005
Si, 23.1296, 12.2846, 24.5023, 0.0304, -0.0126, -0.0071
Si, 25.862, -1.3686, 24.4276, -0.0034, 0.0024, -0.0166
Si, 28.623, 1.3616, 24.4818, 0.0085, 0.0078, 0.0008
Si, -1.3668, 4.0363, 24.2734, 0.003, -0.0261, -0.0425
Si, 28.456, 6.8054, 24.3639, -0.0127, -0.021, -0.0498
Si, -1.3986, 9.4359, 24.3068, -0.0015, 0.0132, -0.0476
Si, 28.5416, 12.2252, 24.4401, -0.0116, 0.0001, -0.0216
Si, -1.3782, -1.405, 24.4917, -0.0189, -0.0068, 0.0125
Si, 0.0299, -0.0144, 25.7492, 0.0134, 0.019, 0.0651
Si, 2.6774, 2.6323, 25.7464, 0.0058, -0.0176, 0.0336
Si, 0.0033, 5.3141, 25.6366, 0.0255, -0.0543, 0.0538
Si, 2.6098, 8.0481, 25.8953, 0.0381, 0.0514, 0.0374
Si, -0.0701, 10.6568, 25.7724, 0.0504, -0.0091, 0.0529
Si, 2.6268, 13.5771, 25.8437, 0.0102, 0.0372, 0.0634
Si, 5.3001, -0.0398, 25.8144, -0.0287, 0.0255, 0.0279
Si, 8.1154, 2.6545, 25.8027, 0.0518, 0.0577, 0.0636
Si, 5.3932, 5.5236, 25.6305, -0.0337, 0.0422, 0.0146
Si, 8.0846, 8.147, 25.9129, -0.0221, 0.0275, 0.0567
Si, 5.3763, 10.8307, 25.8681, 0.0011, 0.002, 0.0397
Si, 8.0968, 13.6955, 25.8799, -0.0616, 0.0288, 0.0124
Si, 10.9037, 0.1806, 25.9303, -0.0646, -0.0353, 0.0535
Si, 13.6949, 2.7716, 25.6269, 0.0426, -0.0434, 0.0219
Si, 10.8272, 5.476, 25.8312, 0.0118, 0.0326, 0.0117
Si, 13.7159, 8.354, 25.8646, -0.0673, -0.0223, 0.0167
Si, 10.8614, 10.9349, 25.9925, -0.0139, 0.0412, 0.0874
Si, 13.5918, 13.5644, 25.8161, 0.0439, -0.0154, -0.0003
Si, 16.2562, 0.0476, 25.9821, -0.0012, 0.0102, -0.0021
Si, 19.0105, 2.6791, 26.1441, 0.0029, 0.0064, 0.0846
Si, 16.4168, 5.4065, 25.8623, 0.0369, -0.0336, 0.0215
Si, 19.0967, 8.1606, 25.7309, 0.0105, -0.0063, 0.0463
Si, 16.4224, 10.9643, 25.5329, -0.0134, -0.0008, 0.0336
Si, 19.0452, 13.6491, 25.923, -0.0074, 0.0205, 0.0479
Si, 21.854, 0.051, 25.8267, -0.0408, -0.0524, 0.0569
Si, 24.552, 2.7014, 25.7315, 0.0242, 0.0096, -0.0057
Si, 21.8062, 5.3616, 26.0202, 0.0359, 0.0214, 0.028
Si, 24.5509, 8.1179, 25.9704, 0.0257, -0.0437, 0.049
Si, 21.7129, 10.8987, 25.7388, 0.0057, 0.0301, 0.0424
Si, 24.505, 13.6459, 25.8594, -0.0039, 0.0139, 0.0425
Si, 27.3109, -0.0864, 25.7784, 0.0182, -0.0259, 0.0074
Si, 29.9832, 2.8044, 25.7703, 0.002, -0.0086, 0.0658
Si, 27.2952, 5.4499, 25.8803, -0.0149, -0.004, 0.0643
Si, 29.8069, 8.1685, 25.6415, -0.0371, 0.0221, 0.0584
Si, 27.1886, 10.9189, 25.8769, 0.018, -0.0015, 0.0722
Si, 29.9053, 13.5353, 25.8501, -0.0057, -0.0057, 0.044
Si, 1.4981, -1.1486, 27.1871, -0.1254, -0.172, -0.7607
Si, 3.7149, 1.0693, 27.1712, 0.195, 0.1232, -0.7485
Si, 1.1079, 3.7632, 27.0245, 0.0633, 0.1982, -0.7232
Si, 4.3141, 6.9666, 27.1292, -0.2188, -0.0712, -0.7033
Si, 0.7551, 8.8878, 27.1392, 0.2166, 0.2229, -0.6756
Si, 4.21, 12.4215, 27.117, -0.1765, -0.1392, -0.678
Si, 6.3741, -1.6135, 27.158, 0.2851, 0.2032, -0.7564
Si, 9.4713, 1.4988, 27.3629, 0.0732, -0.0564, -0.6839
Si, 6.8712, 4.2962, 26.8771, -0.0167, -0.2138, -0.7194
Si, 9.1188, 6.4232, 27.1539, 0.2362, 0.2761, -0.7461
Si, 6.4673, 9.274, 27.2536, 0.2037, 0.1117, -0.6597
Si, 9.7321, 12.6687, 27.18, -0.0746, -0.2951, -0.7099
Si, 12.0597, -1.5161, 27.0726, 0.1367, 0.1691, -0.7627
Si, 15.032, 1.6768, 27.2041, -0.0329, -0.2243, -0.7251
Si, 12.6217, 4.3979, 26.8396, -0.2385, -0.0591, -0.7517
Si, 14.8433, 6.6514, 27.0226, 0.2057, 0.2792, -0.6787
Si, 12.3157, 9.6141, 27.3225, 0.1604, 0.1562, -0.6898
Si, 15.2836, 12.3856, 26.9564, -0.3533, -0.1031, -0.7608
Si, 17.3779, -1.5888, 27.2505, 0.3892, 0.3175, -0.7025
Si, 20.473, 1.1935, 27.3223, -0.0772, 0.1914, -0.8116
Si, 17.3312, 3.8484, 27.4431, 0.3142, 0.1222, -0.6695
Si, 20.6573, 7.1083, 27.1275, -0.1838, -0.2796, -0.7323
Si, 17.8927, 9.7852, 26.8692, 0.0189, -0.0731, -0.7148
Si, 20.118, 11.9273, 27.1334, 0.0987, 0.2221, -0.7322
Si, 23.4629, -1.0147, 27.1662, -0.2111, -0.2806, -0.6645
Si, 25.7716, 1.1521, 26.9636, 0.127, 0.0896, -0.682
Si, 23.5055, 4.161, 27.2248, -0.3809, -0.1544, -0.7108
Si, 25.7045, 6.4688, 27.2924, 0.2271, 0.3743, -0.6947
Si, 22.8647, 9.356, 27.0255, 0.2747, 0.0406, -0.7934
Si, 26.0629, 12.5422, 27.2029, -0.0636, -0.1809, -0.7392
Si, 28.3674, -1.6457, 27.2252, 0.1679, 0.1351, -0.7387
Si, -1.083, 1.6053, 26.9924, -0.1332, -0.0313, -0.7755
Si, 29.0242, 4.4637, 27.1699, -0.1215, -0.0996, -0.7192
Si, -1.4867, 6.6703, 26.7578, -0.0067, -0.0571, -0.483
Si, 28.7969, 9.7248, 27.0993, -0.1652, -0.0506, -0.7425
Si, -1.5951, 11.8517, 27.0191, 0.0013, 0.1133, -0.8088
Si, 9.6363, 6.6062, 35.9606, -0.036, -0.0914, 0.0439
Si, 3.3835, -0.8564, 34.3784, -0.0155, -0.0344, -0.0401
Si, 5.3557, 3.643, 34.0114, 0.1748, -0.0044, -0.0428
Si, 5.2726, 12.372, 34.276, 0.0608, 0.0142, 0.006
Si, 3.2065, 9.3808, 31.5628, 0.0902, -0.0658, -0.0097
Si, 7.5251, 0.2237, 29.2848, -0.041, -0.1029, -0.1142
Si, 18.0822, 9.2691, 33.7325, -0.1172, 0.1391, -0.0591
Si, 11.0616, 0.6084, 31.4665, -0.0036, -0.0613, -0.1255
Si, 16.1475, 8.3562, 29.1304, -0.067, -0.0093, -0.1112
Si, 15.3502, 1.1752, 32.7975, 0.0454, -0.0394, -0.0052
Si, 11.5766, 4.3057, 35.6664, -0.0563, 0.0225, -0.0076
Si, 17.2592, 7.1235, 31.6467, -0.2004, -0.0903, 0.0691
Si, 9.1067, 12.5191, 30.23, 0.1534, 0.0549, 0.0016
Si, 20.8552, 6.5707, 29.9849, 0.026, 0.0562, -0.0791
Si, 9.3493, 12.1011, 35.7523, -0.1021, -0.0834, 0.0808
Si, 20.5338, 12.887, 30.0657, -0.1165, -0.0129, -0.0404
Si, 16.3729, 5.7722, 36.5485, -0.0272, 0.1125, 0.1562
Si, 10.4274, 8.1718, 29.0522, 0.0279, 0.0213, -0.0232
Si, 22.0737, 10.1019, 33.9169, 0.1289, 0.0467, -0.0533
Si, 14.2428, 10.705, 29.3965, -0.1001, -0.0084, -0.0685
Si, 25.4701, 14.0559, 31.4964, -0.0144, -0.0297, -0.0245
Si, 19.4414, 2.3249, 34.402, -0.1464, 0.011, 0.0639
Si, 14.7413, 3.6993, 31.6311, -0.0839, -0.0017, 0.026
Si, 22.5578, 2.2497, 29.4345, 0.0674, -0.0026, -0.167
Si, 18.3797, 11.8449, 32.0232, -0.014, 0.0123, 0.0357
Si, 27.8651, 12.0906, 31.2448, -0.0098, -0.0096, 0.0633
Si, 27.2649, 9.3529, 29.7265, 0.0263, 0.104, -0.0336
Si, 0.3939, 12.7665, 34.9707, 0.0734, 0.1607, 0.0362
Si, 21.0184, 7.5542, 32.6232, 0.1639, -0.1302, -0.0418
Si, 21.722, 13.942, 35.2081, 0.1137, 0.0302, 0.0282
Si, -2.2305, 13.589, 36.3934, 0.0252, 0.0784, 0.0227
Si, -1.9593, 13.1395, 31.5524, 0.0534, -0.1004, 0.0425
Si, 27.614, 2.5148, 29.1898, 0.1665, 0.0568, -0.2099
Si, -1.6535, -0.4041, 32.1196, -0.0337, -0.0256, -0.0507
Si, 25.0265, 6.6302, 36.0426, -0.0152, 0.0794, 0.1055
Si, -0.6596, -0.1166, 36.7363, 0.144, 0.1046, -0.0184
Si, 26.2759, 6.8234, 30.414, 0.0296, -0.1641, -0.1705
Si, 26.8395, 3.9752, 31.7573, -0.0125, 0.0426, 0.1119
Si, -1.4707, 6.306, 34.0731, -0.0938, 0.17, 0.041
Si, 29.7862, 0.2679, 29.2637, -0.0793, -0.0371, -0.1058
Si, 3.0742, 12.9562, 36.0303, 0.0564, 0.0131, 0.074
Si, -0.7548, 10.7474, 33.288, -0.0863, -0.0532, 0.0171
Si, 0.9934, 8.0978, 29.8748, 0.1156, 0.1348, -0.1146
Si, 4.4591, 4.5705, 31.2984, 0.0089, 0.0723, -0.1241
Si, 8.183, 9.8286, 29.7444, -0.0827, 0.0317, -0.0322
Si, 14.3157, 7.4719, 32.7817, 0.0783, 0.0367, 0.0014
Si, 11.302, 13.9276, 31.7784, -0.022, 0.0658, -0.0794
Si, 13.4373, 0.0815, 29.4068, -0.0422, 0.0877, -0.1098
Si, 19.0862, -0.684, 29.4758, -0.0709, 0.0036, -0.0905
Si, 13.3989, 11.1784, 36.2214, -0.0693, 0.0513, 0.2141
Si, 7.271, 0.3713, 36.6812, 0.053, -0.0949, 0.161
Si, 14.3708, -1.4328, 31.6575, -0.1222, 0.0056, -0.0319
Si, 19.3537, -2.0794, 33.7211, 0.0609, -0.0611, -0.0135
Si, 11.8037, 13.1444, 34.6211, -0.0792, 0.0504, -0.0727
Si, 10.6906, 1.5202, 34.3044, -0.0238, -0.0013, -0.0054
Si, 18.3542, 1.5575, 31.6637, -0.2017, 0.0552, -0.0598
Si, 5.5349, 2.6202, 29.1244, -0.0923, -0.133, -0.0373
Si, 23.1661, 12.0369, 31.6199, -0.0194, -0.1252, -0.073
Si, 21.9274, -0.7803, 32.822, -0.0107, -0.06, 0.1301
Si, 15.0815, 0.9723, 35.6687, 0.0189, 0.1381, 0.1471
Si, -0.1853, 5.978, 36.8003, -0.0405, -0.0433, 0.0202
Si, 22.4609, 1.701, 34.5469, 0.0724, -0.0347, -0.0024
Si, 4.5507, 13.7841, 31.9441, 0.0162, -0.1299, 0.094
Si, 24.5865, 10.6922, 29.2141, 0.0401, 0.1202, -0.0874
Si, 29.7937, 8.8714, 33.8065, 0.0459, -0.0593, -0.0301
Si, 15.3942, 12.0678, 31.8196, -0.0439, -0.1378, -0.1392
Si, 7.3539, -1.5263, 31.5751, -0.0496, -0.0481, 0.079
Si, 14.3281, 5.1527, 34.453, -0.0382, 0.0275, -0.0396
Si, 27.351, 10.655, 33.9338, 0.0084, -0.012, -0.0483
Si, 5.0861, 7.3331, 32.1707, -0.1198, -0.0938, -0.0188
Si, -0.9567, 8.2282, 31.9253, -0.1221, -0.0493, -0.0101
Si, 21.9014, 4.2232, 31.4497, 0.0439, 0.1437, -0.0852
Si, 28.2537, -1.081, 35.8337, -0.1289, 0.136, 0.0003
Si, 2.9473, 12.0958, 29.9611, 0.0529, 0.077, -0.0575
Si, 26.5785, 10.9508, 36.7014, -0.0461, -0.0272, 0.0807
Si, 2.5263, 5.503, 29.212, 0.1011, 0.0307, -0.0016
Si, 2.043, 8.176, 36.8128, 0.0624, 0.043, 0.0233
Si, 26.4697, -0.1735, 33.6845, 0.1138, 0.0655, 0.0641
Si, 7.2737, 4.8024, 35.8464, -0.1195, 0.0628, 0
Si, 4.7374, 1.4347, 35.778, -0.1276, -0.0486, 0.1171
Si, 7.4273, -1.977, 34.6493, -0.1356, 0.0557, 0.1008
Si, 11.7465, 6.6863, 31.0751, 0.0141, -0.0094, 0.0923
Si, 6.1146, 9.7927, 35.6816, -0.091, 0.0869, 0.0791
Si, 3.5989, 8.5031, 34.2862, 0.0486, -0.0722, -0.0411
Si, 9.33, 5.0913, 31.8291, 0.013, -0.0088, -0.1125
Si, 12.3229, -0.5581, 35.7601, -0.099, -0.0167, 0.0743
Si, 10.0259, 2.9123, 30.0656, -0.1298, -0.0177, -0.1231
Si, 8.2294, 2.9732, 33.9013, -0.2033, -0.0377, -0.1218
Si, 8.9437, 9.1846, 34.6894, -0.1218, 0.1162, -0.0235
Si, 7.9445, 7.8996, 32.1385, 0.0771, 0.0899, 0.1066
Si, 25.2299, 2.5225, 34.0514, 0.1208, 0.0223, 0.0589
Si, 0.1555, 13.2561, 29.2804, 0.0812, 0.1215, -0.1487
Si, 17.8287, -0.0498, 35.6639, 0.185, 0.0494, 0.0742
Si, 18.3871, 8.1695, 36.4486, -0.0099, -0.0469, 0.1517
Si, 12.4891, 4.2873, 29.7156, -0.0419, -0.0088, -0.0346
Si, 21.764, 11.4297, 36.568, 0.1053, -0.0208, 0.2118
Si, 24.9773, 9.3046, 34.7883, 0.0851, 0.1386, 0.0656
Si, 20.5195, 4.9424, 34.0949, -0.05, 0.1063, -0.0103
Si, 23.363, 6.5701, 31.1114, -0.0481, -0.0103, -0.0089
Si, 26.8369, 4.2243, 35.8665, 0.1371, -0.0983, 0.18
Si, 17.6496, 4.3057, 30.5417, -0.0174, 0.0708, -0.2031
Si, 15.0794, 10.0835, 34.0482, -0.0558, -0.013, -0.0084
Si, 22.2806, 5.453, 36.7008, 0.0327, -0.0018, 0.1036
Si, 0.5504, -0.6135, 33.9559, -0.0345, 0.0272, 0.0872
Si, 21.8402, 0.1576, 36.8905, -0.0877, 0.07, 0.0326
Si, 29.0286, 4.0961, 33.865, 0.0141, 0.0402, 0.0567
Si, 29.1354, 1.0829, 34.0414, -0.1265, -0.0335, 0.0394
Si, 23.4276, -0.652, 30.0357, -0.0585, 0.0109, -0.0641
Si, 1.3521, 14.969, 5.4843, -0.0051, 0.0127, 0.0032
Si, 4.0486, 1.3856, 5.4524, -0.0101, -0.0136, -0.0036
Si, 1.39, 4.0951, 5.5062, -0.0057, -0.0044, -0.0115
Si, 4.0611, 6.8381, 5.4268, -0.0012, -0.0008, -0.0063
Si, 1.3531, 9.5088, 5.4938, -0.0087, -0.0093, 0.0043
Si, 4.0875, 12.2451, 5.4525, 0.0099, -0.0037, -0.016
Si, 6.7729, 15.0005, 5.4462, -0.0096, 0.0094, 0.0047
Si, 9.5387, 1.3774, 5.4084, -0.003, -0.0016, -0.016
Si, 6.7755, 4.1126, 5.4489, -0.0086, 0.0022, -0.0008
Si, 9.5173, 6.8143, 5.4186, -0.0051, -0.0082, -0.0114
Si, 6.7753, 9.5349, 5.4117, -0.0041, -0.0002, -0.0023
Si, 9.5313, 12.2579, 5.4298, 0.0221, 0.0071, -0.0142
Si, 12.2548, 14.9384, 5.442, 0.0083, 0.0088, 0.0079
Si, 15.0363, 1.3429, 5.3848, -0.0105, -0.0204, 0.0076
Si, 12.2576, 4.0725, 5.3588, -0.0136, 0.0111, -0.0268
Si, 14.9732, 6.8078, 5.3473, 0.0272, -0.0032, -0.0129
Si, 12.2576, 9.526, 5.4007, 0.0054, -0.004, 0.0037
Si, 14.9706, 12.2262, 5.3903, -0.0046, -0.0186, 0.0045
Si, 17.6777, 14.9663, 5.3717, -0.0121, 0.0182, -0.0025
Si, 20.387, 1.3445, 5.4188, -0.004, 0.0026, -0.0075
Si, 17.6761, 4.0675, 5.362, -0.0122, -0.0208, -0.0121
Si, 20.4199, 6.7815, 5.3813, 0.0109, -0.0108, -0.0117
Si, 17.6959, 9.4956, 5.3877, 0.0039, 0.0092, -0.0002
Si, 20.4086, 12.244, 5.4063, 0.0129, 0.005, -0.0124
Si, 23.0802, 14.9465, 5.4531, 0.0129, 0.0211, -0.0119
Si, 25.832, 1.3431, 5.5698, 0.0098, 0.0018, 0.0197
Si, 23.073, 4.0897, 5.4942, -0.0113, 0.0218, -0.0134
Si, 25.8378, 6.8222, 5.5149, 0.0118, 0.0122, -0.0167
Si, 23.1135, 9.5035, 5.4456, 0.0039, 0.0011, -0.0136
Si, 25.8221, 12.1818, 5.4873, 0.0212, 0.0044, -0.021
Si, 28.5616, 14.9084, 5.5965, 0.0025, 0.0155, -0.0048
Si, 31.3343, 1.3388, 5.595, 0.004, 0.0056, 0.0092
Si, 28.5598, 4.1037, 5.5529, -0.0117, -0.0037, 0.0042
Si, 31.2874, 6.8008, 5.543, -0.0011, -0.0106, 0.002
Si, 28.5222, 9.5569, 5.5332, -0.0198, 0.0045, -0.0054
Si, 31.2895, 12.2364, 5.496, 0.0085, 0.0039, -0.0102
Si, 2.7238, 0.0083, 6.83, 0.008, -0.0036, -0.0063
Si, 5.4287, 2.7386, 6.8048, -0.0054, 0.0096, 0.002
Si, 2.7531, 5.4632, 6.8326, 0.0027, -0.0131, -0.0009
Si, 5.4311, 8.1825, 6.793, -0.007, 0.0123, -0.0022
Si, 2.7278, 10.8865, 6.8194, -0.004, 0.0034, -0.0058
Si, 5.4439, 13.6124, 6.8088, -0.0042, 0.0053, -0.0041
Si, 8.1703, 0.0266, 6.7816, -0.0082, -0.0076, -0.0015
Si, 10.9065, 2.733, 6.7593, 0.0115, -0.0139, 0.0028
Si, 8.1631, 5.4579, 6.7909, -0.0013, 0.0107, -0.0018
Si, 10.8882, 8.1737, 6.7661, -0.0079, 0.0085, -0.0011
Si, 8.1653, 10.8806, 6.7704, 0.0094, -0.0116, -0.0044
Si, 10.8893, 13.5982, 6.8047, -0.003, 0.0044, 0.0064
Si, 13.6343, 0.0066, 6.7514, -0.0013, 0.0092, 0.0027
Si, 16.3454, 2.7202, 6.7643, 0.0025, -0.0098, 0.0013
Si, 13.6087, 5.4489, 6.7225, 0.0004, -0.0008, -0.0048
Si, 16.3282, 8.1433, 6.7458, 0.0025, -0.0044, 0.004
Si, 13.6153, 10.8775, 6.7681, -0.007, 0.0036, -0.0015
Si, 16.3239, 13.6014, 6.7454, -0.0011, 0.0057, 0.0025
Si, 19.0209, -0.0089, 6.771, 0.0096, -0.0058, 0.0005
Si, 21.7144, 2.7101, 6.8151, -0.0021, 0.0036, 0.0045
Si, 19.0413, 5.4235, 6.7364, 0.004, -0.0028, -0.0054
Si, 21.7435, 8.1416, 6.7847, 0.0047, 0.0014, -0.0024
Si, 19.0309, 10.8821, 6.7541, -0.0137, 0.0102, -0.0023
Si, 21.7428, 13.5812, 6.8117, -0.0037, -0.0123, -0.0002
Si, 24.4348, -0.0286, 6.8521, -0.0019, 0.0112, -0.0078
Si, 27.1988, 2.7239, 6.8884, -0.0047, -0.0039, -0.001
Si, 24.4583, 5.446, 6.8378, 0.0001, -0.0106, -0.012
Si, 27.1852, 8.1731, 6.8808, 0.0013, 0.0086, 0.0014
Si, 24.4538, 10.8479, 6.8407, 0.0096, -0.0086, -0.0011
Si, 27.1721, 13.5371, 6.8807, 0.0223, -0.0124, -0.0104
Si, 29.9265, -0.0145, 6.9075, -0.0054, 0.0141, -0.0137
Si, 0.0475, 2.7359, 6.8927, -0.002, -0.0266, -0.0025
Si, 29.9264, 5.4492, 6.8996, 0.006, -0.0044, -0.0077
Si, 0.0104, 8.1627, 6.8754, 0.0069, -0.0048, 0.0046
Si, 29.9121, 10.9016, 6.8656, -0.0258, 0.0059, -0.0097
Si, 0.005, 13.6019, 6.8497, 0.002, -0.0016, -0.0131
Si, 1.3953, 1.361, 8.223, 0.0077, 0.0247, 0.0114
Si, 4.1023, 4.0978, 8.1884, 0.0052, 0.0101, 0.0095
Si, 1.3792, 6.7965, 8.2059, -0.0162, 0.0021, -0.0019
Si, 4.0876, 9.5294, 8.1754, 0.0051, -0.0053, 0.0035
Si, 1.3746, 12.2414, 8.19, 0.0052, 0.0107, 0.0035
Si, 4.0884, 14.9635, 8.1767, -0.0091, -0.0039, 0.0051
Si, 6.8065, 1.3752, 8.1491, -0.0032, -0.0105, -0.0027
Si, 9.5367, 4.0866, 8.1289, -0.0042, -0.0046, -0.0025
Si, 6.8059, 6.8208, 8.1487, -0.001, -0.0075, 0.0001
Si, 9.5282, 9.5259, 8.1359, -0.0033, -0.0081, 0.0053
Si, 6.821, 12.2479, 8.1466, 0.0026, 0.0138, -0.0053
Si, 9.5303, 14.9787, 8.1433, 0.0172, 0.0097, -0.0009
Si, 12.2672, 1.368, 8.1167, 0.0099, 0.0136, 0.002
Si, 14.9618, 4.0868, 8.103, 0.0006, -0.0122, -0.0065
Si, 12.2551, 6.8022, 8.1103, -0.0072, -0.0007, -0.0036
Si, 14.9763, 9.5116, 8.1187, 0.0037, 0.0169, -0.002
Si, 12.2532, 12.229, 8.143, -0.0165, -0.0229, 0.0085
Si, 14.9691, 14.9567, 8.1232, -0.0058, -0.0119, 0.003
Si, 17.6821, 1.3602, 8.1406, 0.0075, 0.0094, 0.0184
Si, 20.3637, 4.08, 8.1547, -0.0057, -0.0195, 0.0063
Si, 17.6825, 6.7842, 8.1105, -0.0084, 0.0042, -0.0038
Si, 20.3817, 9.5182, 8.1293, 0.0109, 0.0053, -0.0019
Si, 17.6743, 12.2416, 8.1217, 0.0072, 0.0013, -0.0059
Si, 20.3735, 14.9524, 8.1481, -0.0061, 0.001, -0.0037
Si, 23.0812, 1.3566, 8.182, 0.01, -0.0048, -0.0055
Si, 25.8152, 4.0877, 8.2062, 0.0187, -0.0004, 0.0016
Si, 23.0926, 6.8029, 8.1799, -0.0021, 0.0005, 0.0007
Si, 25.8116, 9.5145, 8.2222, -0.0008, -0.0021, 0.0053
Si, 23.0994, 12.2288, 8.1786, 0.0129, 0.0138, 0.0027
Si, 25.8103, 14.9339, 8.2, -0.0125, -0.0007, -0.0085
Si, 28.5584, 1.3582, 8.2341, 0.0084, 0.0123, 0.0041
Si, 31.2925, 4.0771, 8.2307, -0.0146, -0.01, -0.0047
Si, 28.5545, 6.8143, 8.2281, 0.005, -0.0031, -0.0024
Si, 31.2779, 9.529, 8.2086, 0.0114, -0.0009, -0.0064
Si, 28.5502, 12.2239, 8.2433, -0.0058, -0.0071, 0.0102
Si, 31.2918, 14.943, 8.2331, -0.0145, -0.0097, 0.0021
Si, 0.0173, -0.0009, 9.5649, 0.0028, 0.0021, -0.0027
Si, 2.7521, 2.7329, 9.5574, 0.0048, -0.015, 0.0072
Si, 0.0165, 5.4425, 9.5681, 0.01, -0.0026, 0.0003
Si, 2.7395, 8.1666, 9.5456, 0.0009, -0.0009, 0.0022
Si, 0.0104, 10.8851, 9.5518, -0.0131, 0.0091, -0.0052
Si, 2.7348, 13.6036, 9.5414, 0.0008, 0.0038, 0.002
Si, 5.4593, 0.0081, 9.52, 0.0056, -0.0029, -0.0016
Si, 8.179, 2.7309, 9.5012, 0.0003, 0.0031, 0.0041
Si, 5.4682, 5.4573, 9.5302, 0.0005, -0.01, 0.0027
Si, 8.1747, 8.1703, 9.5067, -0.0038, 0.0091, 0.0026
Si, 5.4613, 10.891, 9.5168, -0.0033, -0.0073, 0.0013
Si, 8.1787, 13.6105, 9.5065, 0.002, -0.0044, 0.0023
Si, 10.9028, 0.0153, 9.491, -0.0044, 0.0002, 0.0023
Si, 13.6128, 2.7317, 9.4844, -0.0151, 0.005, 0.0056
Si, 10.8974, 5.4488, 9.4865, 0.0017, -0.0026, 0.006
Si, 13.6085, 8.1605, 9.4831, 0.0074, -0.0037, 0.0022
Si, 10.8895, 10.8787, 9.5036, 0.0047, 0.0069, 0.0078
Si, 13.6096, 13.6018, 9.4934, 0.0003, 0.0033, 0.0044
Si, 16.3175, -0.0008, 9.4952, -0.0012, 0.0024, 0.0005
Si, 19.0201, 2.7179, 9.5191, -0.0001, 0.0003, 0.0113
Si, 16.3172, 5.438, 9.481, 0.0078, -0.0054, 0.003
Si, 19.0235, 8.1547, 9.4879, -0.0023, -0.002, -0.0004
Si, 16.3195, 10.8799, 9.488, -0.0038, -0.0007, 0.0034
Si, 19.0198, 13.5934, 9.5067, -0.0003, -0.0007, 0.005
Si, 21.7243, -0.0099, 9.5265, -0.0045, 0.0039, -0.0003
Si, 24.4507, 2.7132, 9.5402, -0.0019, 0.0038, -0.0007
Si, 21.7299, 5.4339, 9.5202, 0.0009, -0.0006, -0.0034
Si, 24.4471, 8.1505, 9.5565, 0.0058, 0.0037, 0.0051
Si, 21.7311, 10.8669, 9.5184, 0.0025, -0.0035, 0.0031
Si, 24.451, 13.5829, 9.5527, 0.0072, -0.0138, 0.0057
Si, 27.1771, -0.0159, 9.552, 0.0067, 0.0106, -0.0068
Si, 29.9249, 2.7174, 9.5776, 0.0006, -0.0024, 0.0037
Si, 27.1841, 5.4422, 9.5616, -0.0044, 0.0006, -0.0009
Si, 29.9223, 8.1693, 9.5712, -0.0093, 0.0012, 0.004
Si, 27.1803, 10.8653, 9.5781, 0.0101, -0.0073, 0.007
Si, 29.9164, 13.5934, 9.5787, -0.0054, 0.005, 0.005
Si, 1.3788, 14.9566, 10.9091, -0.0013, -0.0038, 0.0029
Si, 4.112, 1.3633, 10.8974, 0.0048, 0.0127, 0.0065
Si, 1.3787, 4.0791, 10.9141, -0.007, -0.0062, 0.0032
Si, 4.1029, 6.8051, 10.8955, 0.0017, 0.0018, 0.0013
Si, 1.3731, 9.5207, 10.9013, -0.0028, -0.0061, -0.0017
Si, 4.1022, 12.2421, 10.8866, -0.0005, 0.0071, 0.0039
Si, 6.8208, 14.9652, 10.8745, -0.0041, -0.0005, 0.0005
Si, 9.5408, 1.3692, 10.86, 0.0013, -0.0004, -0.001
Si, 6.83, 4.0885, 10.8769, 0.0004, 0.0072, 0.0045
Si, 9.5401, 6.8052, 10.8593, -0.0029, -0.0039, 0.0015
Si, 6.8199, 9.5281, 10.8744, 0.0043, 0, 0.0022
Si, 9.5377, 12.2477, 10.8657, 0.003, -0.0023, 0.0037
Si, 12.252, 14.9666, 10.8558, -0.0007, -0.0019, 0.0039
Si, 14.9611, 1.3664, 10.8548, 0.0008, -0.0012, 0.0032
Si, 12.2526, 4.0879, 10.8534, 0.0034, -0.0058, -0.0016
Si, 14.9635, 6.8019, 10.8506, 0.0001, 0.0031, -0.002
Si, 12.2532, 9.518, 10.8586, -0.0128, -0.0059, 0.0022
Si, 14.9632, 12.2397, 10.8583, 0.0016, -0.0047, -0.0006
Si, 17.6674, 14.9598, 10.8679, 0.0013, -0.0035, 0.0012
Si, 20.3762, 1.3584, 10.8836, 0.0009, 0.0057, 0.0028
Si, 17.6602, 4.0839, 10.8673, -0.0046, -0.0135, 0.0023
Si, 20.3744, 6.8034, 10.8705, 0.0066, 0.0016, -0.0006
Si, 17.6708, 9.5185, 10.8563, 0.0004, 0.0079, 0.0001
Si, 20.3763, 12.2352, 10.8742, 0.0015, 0.0022, -0.0014
Si, 23.088, 14.9552, 10.8909, 0.0044, 0.0054, -0.0056
Si, 25.8156, 1.3535, 10.8965, 0.0004, -0.0004, -0.0037
Si, 23.0902, 4.0778, 10.8874, -0.0002, -0.0004, 0.003
Si, 25.8162, 6.7963, 10.9106, 0.0022, -0.0011, 0.0036
Si, 23.0877, 9.52, 10.8968, 0.0008, -0.0018, 0.0015
Si, 25.8166, 12.235, 10.9148, 0.0067, 0.0062, 0.0048
Si, 28.5459, 14.9578, 10.9144, 0.0046, -0.0048, 0.0057
Si, 31.2889, 1.3533, 10.9191, -0.0094, 0.0044, 0.0057
Si, 28.5505, 4.0809, 10.913, 0.0028, -0.0032, -0.0015
Si, 31.287, 6.8019, 10.9143, 0.0034, -0.0009, -0.0044
Si, 28.5501, 9.5128, 10.9252, -0.0061, -0.0013, 0.0051
Si, 31.2863, 12.2326, 10.9164, 0.0009, -0.0038, 0.0024
Si, 2.7449, 0.0017, 12.2521, 0.0005, 0.0018, -0.001
Si, 5.4738, 2.7276, 12.2447, 0.0075, -0.0099, 0.0001
Si, 2.7439, 5.4431, 12.2572, -0.0025, -0.0005, 0.0004
Si, 5.4657, 8.1678, 12.2432, -0.0048, -0.0009, 0.0027
Si, 2.7403, 10.8818, 12.2473, 0.0002, -0.0009, -0.0033
Si, 5.4631, 13.605, 12.239, 0.0003, -0.0021, 0.0012
Si, 8.1851, 0.0073, 12.2283, 0.0036, -0.0015, 0.0006
Si, 10.8963, 2.7305, 12.2235, -0.0015, 0.0067, 0.0021
Si, 8.1884, 5.4482, 12.234, 0.0024, -0.0063, 0.0025
Si, 10.8966, 8.1625, 12.2268, 0.003, 0.0018, 0.0028
Si, 8.1805, 10.8881, 12.2311, -0.0038, 0.0024, 0.0011
Si, 10.8959, 13.6093, 12.226, -0.0014, 0.0007, 0.0024
Si, 13.6052, 0.0077, 12.2222, -0.0038, 0.0047, -0.0018
Si, 16.3101, 2.7224, 12.2312, 0.0008, 0.0046, 0.0065
Si, 13.6078, 5.4461, 12.2216, -0.0015, -0.0011, 0.002
Si, 16.3123, 8.1641, 12.2232, 0.0008, -0.0047, -0.0013
Si, 13.6052, 10.8833, 12.2255, 0.0035, 0.0039, 0.0012
Si, 16.3127, 13.5996, 12.2311, -0.0047, -0.0016, 0.0007
Si, 19.0201, -0.0029, 12.24, -0.0032, -0.0001, 0.0052
Si, 21.7359, 2.7165, 12.2447, 0.0018, -0.0096, 0.0012
Si, 19.0189, 5.4437, 12.2315, -0.0041, 0.0029, -0.0011
Si, 21.7296, 8.1559, 12.2458, 0.0007, 0.0012, 0.0027
Si, 19.0203, 10.8752, 12.2335, 0.0023, -0.008, 0.0003
Si, 21.7314, 13.5934, 12.2444, 0.0008, -0.0062, 0.0025
Si, 24.4528, -0.0058, 12.248, -0.0002, 0.0005, 0.0033
Si, 27.1825, 2.7123, 12.2525, 0.0049, 0.0032, 0.0005
Si, 24.452, 5.4312, 12.2527, 0.003, -0.0048, -0.0005
Si, 27.1813, 8.1519, 12.2667, 0.0094, -0.0019, 0.0049
Si, 24.4513, 10.8745, 12.2597, 0.0025, -0.0016, 0.0033
Si, 27.1827, 13.5962, 12.2639, -0.0027, -0.0015, 0.0028
Si, 29.9148, -0.0045, 12.2637, -0.0017, 0.0044, 0.003
Si, 0.012, 2.7173, 12.2652, 0.0066, -0.0037, 0.0023
Si, 29.9176, 5.4401, 12.2625, -0.0031, 0.0041, 0.0003
Si, 0.0132, 8.1601, 12.261, -0.0058, 0.0023, 0.0027
Si, 29.9187, 10.8751, 12.2671, 0.0015, 0.0003, 0.0005
Si, 0.0115, 13.5963, 12.2603, -0.0061, 0.0055, 0.0013
Si, 1.3779, 1.3539, 13.6101, -0.0058, 0.0014, 0.0028
Si, 4.1077, 4.0794, 13.6063, -0.0011, -0.0037, -0.0017
Si, 1.3755, 6.7968, 13.6123, 0.0026, -0.0027, -0.0002
Si, 4.1003, 9.521, 13.6029, -0.0018, -0.0006, -0.0003
Si, 1.3759, 12.2344, 13.6076, -0.0019, 0.0006, -0.003
Si, 4.1042, 14.9586, 13.6042, 0, -0.0002, 0.0011
Si, 6.8314, 1.3638, 13.5998, -0.0027, 0.0073, 0.0021
Si, 9.5444, 4.0875, 13.5969, 0.0018, -0.0005, 0.0027
Si, 6.8261, 6.8041, 13.5972, 0.0035, 0.0035, -0.0022
Si, 9.5387, 9.5255, 13.5898, -0.0003, 0.0021, -0.0037
Si, 6.8214, 12.2434, 13.5965, 0.0004, -0.0005, 0.0016
Si, 9.5386, 14.9668, 13.594, 0, -0.0024, 0.0024
Si, 12.2495, 1.3681, 13.5886, -0.0004, -0.0044, -0.0015
Si, 14.9582, 4.0876, 13.5943, -0.0032, -0.0063, -0.0007
Si, 12.2537, 6.8041, 13.5931, 0.0024, -0.0048, -0.0009
Si, 14.96, 9.5248, 13.5947, 0.0011, -0.0024, -0.0037
Si, 12.2505, 12.2481, 13.5911, -0.0041, -0.0003, -0.0018
Si, 14.9574, 14.9663, 13.5908, 0.0017, -0.0003, -0.0011
Si, 17.6666, 1.3637, 13.5979, -0.0018, -0.0001, 0.0015
Si, 20.3781, 4.0837, 13.5953, 0, 0.002, -0.0013
Si, 17.6671, 6.8085, 13.5942, -0.0058, 0.0066, -0.0047
Si, 20.3763, 9.5211, 13.6042, -0.0018, 0.005, 0.0001
Si, 17.6679, 12.2395, 13.5981, 0.0028, -0.0017, -0.0031
Si, 20.3783, 14.9575, 13.6043, 0.0054, -0.0001, -0.0014
Si, 23.097, 1.3572, 13.6041, 0.003, 0.0069, 0.001
Si, 25.8187, 4.0715, 13.6052, -0.0008, -0.006, -0.0022
Si, 23.0934, 6.7969, 13.6037, 0.0003, 0.002, 0.0007
Si, 25.8178, 9.516, 13.6129, 0.0015, -0.0014, 0.0013
Si, 23.0929, 12.2408, 13.6104, 0.002, 0.0037, -0.0009
Si, 25.8159, 14.9593, 13.6088, 0.0041, 0.0033, 0
Si, 28.5465, 1.3562, 13.6105, 0.0008, 0.0018, 0.0003
Si, 31.2809, 4.0765, 13.6126, -0.0046, -0.0004, -0.0013
Si, 28.549, 6.7941, 13.6159, -0.0046, -0.0022, 0.0016
Si, 31.2834, 9.5125, 13.6136, 0.0009, -0.0073, -0.0004
Si, 28.5501, 12.2354, 13.6121, 0.0087, -0.0031, 0.0022
Si, 31.281, 14.9517, 13.6096, -0.0018, -0.0045, 0.0015
Si, 0.01, -0.0113, 14.9573, -0.0023, 0.0044, -0.005
Si, 2.7424, 2.7156, 14.9593, 0, -0.002, -0.0051
Si, 0.0075, 5.4343, 14.9637, -0.002, 0.0015, -0.0003
Si, 2.7399, 8.1584, 14.9609, -0.0031, -0.0008, -0.0046
Si, 0.0094, 10.873, 14.9593, -0.0023, -0.0001, -0.0023
Si, 2.7405, 13.5941, 14.9576, -0.0014, 0.0016, -0.0047
Si, 5.4668, 0.0014, 14.956, 0.0059, -0.0006, -0.0071
Si, 8.1889, 2.725, 14.9613, 0.0033, 0.0022, -0.0023
Si, 5.4683, 5.4422, 14.9597, -0.0015, -0.0022, -0.0025
Si, 8.1821, 8.1671, 14.956, -0.0025, 0.0009, -0.0045
Si, 5.4612, 10.8822, 14.9572, -0.0021, -0.0008, -0.0047
Si, 8.1787, 13.6048, 14.9561, -0.0045, -0.0036, -0.0022
Si, 10.8946, 0.0098, 14.9572, 0.0039, 0.007, -0.0038
Si, 13.6016, 2.7284, 14.9575, -0.0016, -0.0004, -0.0018
Si, 10.8989, 5.4482, 14.9635, 0.0055, 0, -0.0005
Si, 13.6053, 8.166, 14.9622, -0.004, -0.0001, 0.0014
Si, 10.8915, 10.8886, 14.954, -0.0028, -0.004, -0.0039
Si, 13.6024, 13.6109, 14.9599, 0.0051, 0.0033, -0.0027
Si, 16.3116, 0.0035, 14.9603, -0.0064, -0.0008, -0.0029
Si, 19.027, 2.724, 14.9588, 0.0003, 0.0015, -0.0025
Si, 16.3155, 5.4491, 14.9589, 0.0081, 0.0061, -0.0013
Si, 19.0211, 8.1635, 14.9669, -0.0023, -0.0057, -0.0011
Si, 16.3144, 10.8825, 14.9664, -0.0037, 0.0003, -0.0006
Si, 19.0241, 13.597, 14.9663, -0.0079, -0.0081, 0.0003
Si, 21.742, -0.0038, 14.963, -0.0016, -0.001, 0.002
Si, 24.4603, 2.7128, 14.9628, 0.001, -0.0022, -0.0004
Si, 21.7371, 5.4373, 14.962, 0, -0.0046, -0.0031
Si, 24.4559, 8.1537, 14.9626, 0.003, 0.0027, -0.0023
Si, 21.7348, 10.8807, 14.9667, 0.0032, -0.0075, -0.0004
Si, 24.4572, 13.6006, 14.9661, 0.0041, 0.0016, 0.0011
Si, 27.18, -0.0026, 14.9632, -0.0001, -0.0039, 0.0015
Si, 29.912, 2.7152, 14.9614, -0.0017, -0.0009, 0.0018
Si, 27.1814, 5.4304, 14.9601, 0.0051, -0.0033, -0.0025
Si, 29.9152, 8.1547, 14.9648, 0.0042, 0.0034, -0.0008
Si, 27.1859, 10.8751, 14.9629, 0.0016, 0.0066, -0.005
Si, 29.9148, 13.5934, 14.9624, 0.0033, 0.0012, -0.0009
Si, 1.3711, 14.9448, 16.3103, -0.0023, -0.0026, -0.0019
Si, 4.1008, 1.3524, 16.3144, -0.0026, 0.0018, 0.0016
Si, 1.3743, 4.0704, 16.3116, -0.001, -0.0039, 0.0023
Si, 4.1031, 6.7987, 16.3152, -0.0005, 0.001, 0.0018
Si, 1.3705, 9.5125, 16.3127, -0.0015, -0.0045, 0.0001
Si, 4.0987, 12.2357, 16.3172, -0.0016, 0.0005, 0.0009
Si, 6.8194, 14.9611, 16.3195, -0.0082, 0.0048, 0.0018
Si, 9.5429, 1.3666, 16.3292, 0.0035, -0.0065, 0.0035
Si, 6.8278, 4.0833, 16.3204, 0.0023, -0.0048, 0.0024
Si, 9.539, 6.8125, 16.3219, -0.0062, -0.0009, -0.0021
Si, 6.8191, 9.5228, 16.3166, 0.0025, -0.0021, -0.0027
Si, 9.5326, 12.2449, 16.3205, 0.0035, 0.0006, -0.0006
Si, 12.2473, 14.9733, 16.3268, -0.0075, -0.0021, 0.0022
Si, 14.957, 1.3683, 16.3213, -0.0001, 0.0055, -0.0023
Si, 12.2523, 4.0868, 16.3304, 0.008, -0.005, -0.001
Si, 14.9665, 6.8106, 16.3295, 0.0007, -0.0096, -0.0074
Si, 12.2436, 9.5297, 16.3211, 0.0012, 0.0115, -0.0048
Si, 14.9588, 12.2514, 16.3243, 0.0003, -0.0008, -0.0006
Si, 17.6696, 14.9642, 16.3235, 0.0027, 0.0011, -0.0027
Si, 20.3897, 1.3651, 16.3177, 0.0037, 0.002, -0.0047
Si, 17.6771, 4.0909, 16.32, -0.0098, -0.001, -0.0057
Si, 20.3818, 6.7992, 16.3224, -0.0041, 0.016, -0.0015
Si, 17.674, 9.5277, 16.3374, 0.0005, 0.0016, -0.0028
Si, 20.3838, 12.242, 16.3342, 0.0041, 0.0019, -0.0028
Si, 23.1027, 14.9616, 16.3292, 0.0057, -0.0001, -0.0005
Si, 25.8171, 1.3525, 16.3242, -0.0017, 0.0085, -0.0008
Si, 23.1037, 4.0781, 16.3158, -0.0017, -0.0046, -0.0048
Si, 25.8204, 6.792, 16.3137, 0.0008, -0.0051, -0.0043
Si, 23.0984, 9.5174, 16.3172, 0.0005, 0.0028, -0.0041
Si, 25.8258, 12.2394, 16.3132, 0.0065, -0.0111, -0.0022
Si, 28.5448, 14.9524, 16.3092, -0.0004, 0.004, -0.002
Si, 31.2803, 1.3475, 16.3021, 0.001, -0.0034, -0.0055
Si, 28.5409, 4.0698, 16.3147, -0.0054, 0.0082, -0.0023
Si, 31.2765, 6.7908, 16.3146, -0.004, 0.001, -0.0004
Si, 28.5494, 9.5148, 16.3158, 0.002, -0.0069, -0.0009
Si, 31.2784, 12.227, 16.3085, 0.002, -0.0007, -0.0034
Si, 2.7381, -0.0206, 17.6623, -0.002, 0.0026, -0.0041
Si, 5.4626, 2.7149, 17.6672, -0.0012, 0.0029, -0.0054
Si, 2.7348, 5.4363, 17.6622, 0.0051, -0.0024, -0.0038
Si, 5.4632, 8.1581, 17.6755, -0.0027, 0.0014, -0.0025
Si, 2.7362, 10.8674, 17.6667, -0.0049, 0.0028, -0.0003
Si, 5.4546, 13.599, 17.6759, 0.0106, -0.0005, -0.0063
Si, 8.1805, -0.0018, 17.6812, -0.0003, 0.0049, -0.01
Si, 10.8962, 2.7295, 17.6996, 0.0038, 0.0058, 0.0004
Si, 8.1837, 5.4498, 17.6825, 0.0025, 0.0094, -0.0032
Si, 10.8828, 8.1805, 17.6917, 0.0061, -0.0062, 0.0009
Si, 8.1695, 10.8857, 17.6816, -0.012, -0.0065, -0.0045
Si, 10.885, 13.6101, 17.6837, -0.0035, -0.0007, -0.004
Si, 13.6007, 0.0184, 17.6946, 0.0109, 0.0041, -0.0033
Si, 16.3184, 2.7328, 17.6751, 0.0031, 0.0001, -0.0105
Si, 13.6121, 5.4492, 17.6916, -0.0036, 0.0032, -0.0013
Si, 16.324, 8.165, 17.703, -0.0066, 0.0018, 0.005
Si, 13.5963, 10.894, 17.6829, -0.0038, -0.0078, -0.0067
Si, 16.3155, 13.6095, 17.6927, -0.0092, -0.0049, -0.0022
Si, 19.0333, 0.0077, 17.6759, -0.0023, -0.0029, -0.0024
Si, 21.758, 2.7151, 17.6795, 0.0051, 0.0118, -0.0094
Si, 19.0381, 5.4379, 17.6937, 0.0012, -0.003, -0.0015
Si, 21.7415, 8.1596, 17.678, 0.0045, -0.009, -0.0064
Si, 19.0345, 10.8846, 17.7064, -0.0076, -0.0048, 0.0052
Si, 21.7465, 13.6038, 17.6906, -0.0025, -0.0047, 0.0022
Si, 24.4631, -0.0034, 17.695, -0.0059, -0.0052, 0.0047
Si, 27.1754, 2.7159, 17.675, 0.0012, -0.0137, 0.0054
Si, 24.4601, 5.438, 17.6748, 0.0051, -0.0007, -0.0038
Si, 27.1871, 8.1485, 17.663, -0.0027, 0.0082, -0.0043
Si, 24.4672, 10.8769, 17.6633, 0.0044, 0.0079, -0.0095
Si, 27.1846, 13.5981, 17.6718, 0.003, 0.0012, -0.002
Si, 29.9126, -0.0099, 17.6526, 0.0036, -0.0011, -0.0061
Si, 0.0107, 2.6956, 17.6538, -0.0152, 0.0015, -0.0011
Si, 29.907, 5.4278, 17.6618, -0.0022, -0.0073, 0.0043
Si, -0.0025, 8.1564, 17.6623, 0.0061, -0.0004, -0.0007
Si, 29.9088, 10.8788, 17.6678, 0.0149, 0.003, -0.0031
Si, 0.0075, 13.5767, 17.6584, -0.0053, 0.0003, -0.0051
Si, 1.3668, 1.3263, 19.0094, 0.0109, -0.0038, 0.0055
Si, 4.0999, 4.0766, 19.0146, -0.0055, -0.0026, 0.0011
Si, 1.3632, 6.7951, 19.0077, -0.0141, 0.0077, 0
Si, 4.0985, 9.5143, 19.0286, 0.0063, -0.0148, 0.008
Si, 1.3645, 12.2141, 19.0191, 0.0024, 0.0013, 0.0006
Si, 4.0837, 14.9409, 19.0372, -0.0084, 0.0031, 0.006
Si, 6.814, 1.3528, 19.0318, 0.0035, -0.005, 0.0023
Si, 9.538, 4.0986, 19.0542, -0.0093, 0.0018, 0.0042
Si, 6.8243, 6.8079, 19.0434, 0.0052, -0.0119, 0.001
Si, 9.5166, 9.5369, 19.0611, -0.008, 0.0152, 0.0047
Si, 6.8104, 12.2456, 19.0407, -0.0107, 0.0049, -0.0061
Si, 9.5256, 14.9585, 19.0562, 0.0121, -0.0066, 0.0024
Si, 12.2506, 1.3754, 19.0749, 0, 0.0006, 0.0105
Si, 14.9748, 4.0873, 19.0527, 0.0082, -0.0048, -0.0051
Si, 12.2482, 6.8173, 19.0396, 0.0127, -0.0095, -0.0057
Si, 14.9563, 9.5411, 19.0448, -0.0057, 0.0227, -0.0058
Si, 12.2375, 12.2531, 19.0481, 0.0022, 0.0012, -0.008
Si, 14.9599, 14.9776, 19.052, 0.0048, -0.0005, 0.0034
Si, 17.6823, 1.3785, 19.0282, -0.014, 0.0137, -0.0113
Si, 20.4149, 4.0771, 19.0433, 0.0115, -0.0236, -0.013
Si, 17.6892, 6.7985, 19.0637, -0.0004, 0.0068, 0.0016
Si, 20.4025, 9.5148, 19.0584, 0.0098, -0.0087, 0.0009
Si, 17.6814, 12.2617, 19.0615, -0.0031, 0.0004, 0.006
Si, 20.3952, 14.9816, 19.0447, -0.0017, 0.0028, -0.0007
Si, 23.1088, 1.3639, 19.0581, -0.0059, 0.0102, -0.0067
Si, 25.8106, 4.0755, 19.0364, -0.0172, 0.0183, 0.0043
Si, 23.1016, 6.7998, 19.0315, -0.015, 0.0187, -0.0035
Si, 25.8246, 9.5106, 19.0113, 0.0059, -0.0071, -0.0092
Si, 23.1202, 12.2353, 19.0299, 0.0199, -0.0169, -0.0085
Si, 25.8284, 14.9486, 19.0431, 0.0076, -0.0018, 0.0032
Si, 28.5463, 1.3445, 19.0065, -0.0044, 0.0029, -0.0049
Si, -1.3655, 4.0504, 18.991, 0.0104, -0.0012, -0.006
Si, 28.541, 6.7845, 19.0197, 0.0103, -0.0082, -0.0001
Si, -1.3712, 9.5144, 19.0154, -0.0129, -0.0025, -0.0007
Si, 28.5459, 12.2392, 19.0249, -0.0109, -0.0006, 0.0026
Si, -1.3696, 14.9341, 18.9919, 0.0011, 0.008, -0.0097
Si, 0.0013, -0.0582, 20.3464, -0.0188, -0.0049, -0.0012
Si, 2.7385, 2.6933, 20.3425, 0.0014, 0.0089, -0.0006
Si, -0.0089, 5.4152, 20.3292, -0.0105, -0.0083, 0.0022
Si, 2.7242, 8.1512, 20.3681, -0.0053, -0.0019, 0.0052
Si, -0.0066, 10.8631, 20.3752, -0.001, -0.0039, 0.0021
Si, 2.7197, 13.5617, 20.3867, 0.0036, -0.0014, 0.0052
Si, 5.4585, -0.0227, 20.3844, 0.0044, 0.014, 0.0005
Si, 8.1605, 2.7288, 20.3877, 0.0039, 0.0071, -0.0012
Si, 5.4563, 5.4377, 20.3804, -0.0007, -0.0037, -0.0028
Si, 8.1599, 8.174, 20.4297, -0.017, -0.0083, 0.0081
Si, 5.4472, 10.8848, 20.3918, 0.0148, 0.0121, -0.0034
Si, 8.1642, 13.5928, 20.4197, -0.0054, -0.0095, -0.0069
Si, 10.8792, 0.0022, 20.4202, -0.0091, -0.0027, -0.0068
Si, 13.6191, 2.7471, 20.4334, 0.0074, 0.0081, 0.0049
Si, 10.8968, 5.4714, 20.415, 0.0103, 0.01, -0.0001
Si, 13.5954, 8.1844, 20.4, -0.0148, -0.0099, 0.0048
Si, 10.8638, 10.9164, 20.4194, 0.0113, 0.0054, 0.0006
Si, 13.5893, 13.6207, 20.4059, -0.0014, -0.0013, 0.0002
Si, 16.3277, 0.0339, 20.3928, 0.0102, 0.0003, 0.0015
Si, 19.0625, 2.7104, 20.3912, -0.0043, 0.0067, -0.0056
Si, 16.3396, 5.4301, 20.426, -0.0092, -0.0196, 0.0133
Si, 19.0646, 8.1416, 20.4298, 0.0008, 0.0108, 0.0113
Si, 16.3122, 10.9003, 20.4098, -0.01, -0.0121, 0.0113
Si, 19.0442, 13.6376, 20.4151, -0.0032, 0.006, 0.0101
Si, 21.746, 0.015, 20.4244, 0.007, -0.0004, 0.0032
Si, 24.4625, 2.7258, 20.4227, -0.0001, -0.0095, 0.0056
Si, 21.7745, 5.4301, 20.4093, 0.0143, 0.0178, 0.0008
Si, 24.4635, 8.1639, 20.3739, 0.0008, -0.0094, -0.0059
Si, 21.7868, 10.8723, 20.3996, -0.0075, 0.0049, 0.0056
Si, 24.4674, 13.5869, 20.4035, -0.0099, 0.0015, 0.0049
Si, 27.2014, -0.0071, 20.3825, -0.0007, 0.0003, 0.005
Si, 29.9165, 2.6924, 20.3494, 0.0108, -0.0023, 0.0085
Si, 27.1745, 5.4332, 20.3835, -0.0025, 0.0041, 0.0082
Si, 29.8983, 8.1558, 20.3616, 0.0143, 0.0115, 0.0094
Si, 27.1733, 10.8735, 20.3634, 0.0042, 0.0002, 0.0002
Si, 29.9124, 13.6026, 20.3722, 0.0134, -0.0021, 0.0033
O, 27.3529, 4.1878, 37.4043, -0.0862, 0.2214, 0.0571
O, 3.6239, 13.3616, 30.7024, -0.2258, 0.3185, -0.0584
O, 27.2734, 8.0698, 30.7214, 0.5779, -0.1887, 0.3889
O, 5.9788, 4.8854, 34.8654, -0.1397, 0.6885, -0.2485
O, -1.5604, 6.4445, 37.5022, -0.1464, -0.3585, -0.2133
O, 5.3631, 8.1189, 27.6501, -0.117, -0.0374, 0.2621
O, 27.7609, 0.7172, 33.252, -0.0184, 0.2759, -0.4678
O, -0.4328, 7.7617, 27.4386, 0.1134, -0.063, 0.4414
O, -1.1014, 12.8599, 35.5302, -0.3713, -0.5793, -0.1052
O, 9.8921, 2.6394, 28.4705, -0.0392, 0.6177, -0.0249
O, 4.3018, 1.7519, 28.5368, -0.2067, -0.2201, 0.5972
O, 12.3835, 3.6515, 28.2559, -0.0764, -0.6406, 0.0487
O, 20.2599, 6.4519, 33.5506, -0.1494, -0.013, 0.1865
O, 7.9899, 5.3058, 27.4858, -0.0409, -0.1165, 0.3557
O, 7.0077, 9.9872, 28.6338, -0.3455, 0.1429, 0.3612
O, 9.5475, 6.8866, 28.6555, -0.4007, -0.2048, 0.4462
O, 23.4471, 0.9427, 29.7409, 0.3678, 0.2328, 0.2895
O, 8.067, 13.5753, 30.8183, -0.384, -0.1192, -0.2645
O, 12.7231, -0.9904, 28.4475, 0.2248, -0.1274, 0.4496
O, 10.6128, 12.9419, 30.6813, 0.3067, -0.1906, -0.1635
O, 17.6916, 4.4826, 28.9173, 0.0406, 0.5309, 0.0561
O, 13.6634, 5.5728, 27.287, -0.2312, -0.0646, 0.12
O, -2.4802, 7.4911, 34.5829, -0.3391, -0.1802, 0.5399
O, 17.7149, -1.2366, 28.8164, -0.6151, -0.2768, 0.5286
O, 21.313, 2.0146, 28.4401, -0.2912, 0.1642, 0.1306
O, 12.048, 5.8396, 29.7258, -0.0728, 0.1266, -0.5143
O, 28.2963, 3.935, 32.4442, 0.1295, 0.1514, -0.5185
O, 11.0189, 0.3137, 35.3406, -0.5124, -0.1563, 0.3358
O, 20.7619, 12.4092, 28.5426, 0.3237, 0.1831, 0.2319
O, 24.6917, 0.0342, 27.4772, -0.1097, -0.1159, 0.1313
O, -0.1319, 9.5301, 32.4391, 0.6525, 0.1784, -0.1565
O, 23.3713, 3.4305, 28.6846, 0.071, 0.0364, 0.2834
O, 25.3401, 7.7351, 34.9138, 0.0569, -0.2654, -0.3638
O, 19.4667, 11.933, 30.8325, -0.0765, -0.2856, -0.2858
O, 18.9197, 13.7446, 38.3086, 0.0878, 0.0487, -0.4654
O, 19.7794, 0.0021, 28.1822, -0.0192, -0.3809, -0.0935
O, 0.0043, 2.6856, 27.5758, 0.0792, -0.022, 0.4854
O, 28.192, 9.0282, 28.4413, -0.0788, -0.3362, 0.2425
O, 28.4022, 3.7717, 28.5167, 0.1586, 0.1567, 0.3815
O, 3.7083, -1.7018, 33.0429, -0.5493, 0.0626, -0.2312
O, 22.4474, 6.8993, 29.8003, 0.3085, 0.3728, -0.5797
O, 1.4945, 9.5841, 37.3875, 0.3138, 0.2909, -0.3051
O, 16.8973, 11.624, 31.3909, -0.0857, -0.1958, -0.3047
O, -1.2775, 1.2328, 37.3771, 0.2481, 0.3187, -0.4087
O, 11.4756, 1.2183, 32.9126, 0.338, 0.0367, 0.026
O, 14.2542, 11.5141, 30.795, -0.5945, 0.2983, 0.2712
O, 7.8072, -2.4581, 38.3706, -0.1012, -0.1668, -0.3413
O, 7.7669, -0.7249, 35.6043, 0.2608, -0.0218, 0.0228
O, 3.3832, 7.721, 37.581, 0.3597, 0.0455, -0.1779
O, 7.8725, 8.3758, 38.2794, 0.1956, -0.0381, -0.2793
O, 9.4875, 10.6921, 34.9553, 0.1026, -0.0792, -0.435
O, 14.1572, 1.2073, 28.5026, -0.2963, 0.4175, 0.0971
O, 13.4264, 8.296, 38.1996, -0.0975, -0.0446, -0.3556
O, 6.3063, -0.4248, 37.7263, -0.6512, 0.1289, -0.1814
O, -0.4277, 11.1487, 38.3014, -0.127, -0.0799, -0.5971
O, 25.8263, 6.9754, 37.4116, 0.3844, -0.1969, -0.0473
O, 12.2151, -1.2598, 37.212, 0.337, -0.5325, -0.1588
O, 3.876, 12.4576, 37.3482, 0.4994, -0.0999, -0.311
O, 28.6706, 1.3735, 29.6057, 0.0525, 0.0709, 0.2865
O, 17.4034, 6.9329, 36.1043, -0.1965, -0.0001, -0.2468
O, 1.8831, 4.3239, 28.3337, 0.1138, -0.3967, 0.1013
O, 15.396, 13.6747, 31.8515, 0.2933, 0.2042, -0.0388
O, 16.8791, 1.1888, 32.2462, 0.1588, -0.2907, 0.1964
O, 20.9809, 2.2497, 34.8895, -0.0698, 0.2827, 0.3828
O, 26.0092, 12.2027, 37.5368, -0.0549, 0.2266, -0.5223
O, 27.2136, 13.6061, 27.7134, -0.0983, -0.0447, 0.2652
O, 21.2416, -1.147, 36.152, -0.6281, 0.0202, -0.0932
O, 25.3451, 10.0129, 36.211, -0.2227, -0.2668, 0.3933
O, 4.0496, 7.1869, 33.4276, -0.2317, -0.4657, 0.2539
O, 5.9326, 3.7623, 28.0797, -0.4203, 0.2742, 0.0095
O, 14.4818, 2.1191, 31.8171, -0.1971, -0.257, -0.01
O, 12.5695, -1.765, 34.7216, 0.4411, 0.103, -0.3362
O, 4.5186, 8.4958, 31.1874, 0.31, 0.1739, -0.5169
O, 11.1481, 2.9314, 34.9422, -0.159, 0.0861, -0.2006
O, 16.5816, 9.5601, 34.2241, -0.0693, -0.2833, 0.5084
O, 9.0917, 1.6028, 33.9732, -0.1338, -0.3745, 0.0348
O, 23.3543, 4.9562, 31.3055, 0.3513, -0.384, 0.1836
O, 23.3535, 10.1411, 28.3538, -0.109, 0.2906, 0.4391
O, 20.0519, 6.6839, 28.5993, -0.4876, -0.3743, 0.089
O, 14.124, 12.2853, 37.1873, -0.0073, 0.5665, -0.3703
O, 14.0553, 6.726, 34.1888, -0.3566, 0.2897, 0.2992
O, 26.5279, 0.5103, 38.4833, -0.188, -0.0862, -0.727
O, 17.178, 7.97, 30.2833, 0.4102, 0.3485, -0.0557
O, 15.0513, 11.5805, 28.3335, 0.0895, 0.1388, 0.1124
O, -1.6763, -1.3362, 37.0063, -0.058, -0.2127, 0.2306
O, 24.2345, -2.4189, 38.4734, 0.0724, 0.1315, -0.6251
O, 6.1703, 11.1674, 34.8327, 0.2793, 0.2939, 0.0057
O, 16.2269, -0.1413, 35.4676, -0.2729, -0.6798, -0.4763
O, 0.6817, 14.0945, 34.1022, -0.0386, -0.1356, -0.4723
O, 7.8131, -0.188, 30.8091, 0.0258, 0.2916, 0.2477
O, 18.452, -1.1245, 34.645, -0.1756, -0.0763, 0.146
O, -2.5467, 12.6512, 37.6662, -0.5714, -0.2386, -0.0027
O, 23.6402, 2.7894, 34.2894, -0.2644, 0.5719, 0.0731
O, 20.8054, 5.0483, 30.5613, -0.5739, -0.3761, -0.2135
O, 26.2431, 2.8072, 35.311, 0.0173, -0.3022, 0.1569
O, 24.267, 13.1358, 32.0799, -0.0268, 0.2131, 0.595
O, 22.6942, 10.4713, 37.475, 0.0159, 0.06, -0.3239
O, 17.9916, -0.4455, 37.2243, 0.0167, 0.3339, 0.0945
O, 15.4628, 7.0463, 28.4807, -0.1461, -0.4102, 0.3885
O, -2.1687, -1.8953, 32.5234, -0.5255, -0.2592, 0.436
O, 5.3416, 13.5104, 27.5478, 0.05, 0.1509, 0.0753
O, 20.3369, -1.1389, 32.8191, -0.247, 0.1843, -0.4493
O, 12.2988, 10.3706, 37.1326, -0.3595, -0.0163, -0.2513
O, 21.4869, 6.0064, 38.0001, 0.3483, -0.3217, 0.3368
O, 21.9591, 12.7528, 30.8154, 0.1848, 0.0884, -0.2262
O, 18.9015, 2.8884, 38.3003, -0.0692, 0.0113, -0.5534
O, 10.8214, 5.736, 32.006, 0.2184, 0.1173, 0.4711
O, 4.3643, 4.0869, 32.8294, -0.4507, -0.0312, 0.3006
O, 1.3664, 12.3625, 29.8381, -0.2641, -0.3602, 0.4108
O, 2.0348, -0.0105, 34.0741, 0.1804, 0.7557, -0.1558
O, 21.0634, 9.0322, 33.2477, -0.3547, 0.1482, -0.0404
O, 26.0771, -1.3156, 32.6408, 0.2424, -0.2434, -0.0517
O, 20.6352, 1.0777, 37.4475, -0.0316, 0.0094, -0.5762
O, 28.2839, 9.3313, 34.0236, -0.3163, -0.3697, 0.0795
O, 13.3563, 2.9397, 38.3027, 0.1638, 0.0771, -0.3979
O, 8.8049, 0.3186, 28.2877, 0.2224, -0.5497, 0.1429
O, 12.3091, 0.6438, 30.4239, 0.1261, 0.373, 0.1686
O, 8.5193, 11.0825, 30.7041, -0.2763, 0.0025, 0.6662
O, 6.6344, -0.937, 28.614, -0.1416, -0.0512, 0.5288
O, 26.5001, 1.9118, 28.1986, 0.1073, 0.283, 0.3777
O, 19.338, 1.6626, 32.934, 0.531, -0.2429, -0.0401
O, 25.722, 3.4529, 32.8117, -0.2217, 0.1583, -0.2295
O, 11.4116, 4.236, 37.2676, -0.4813, 0.0555, -0.1376
O, 23.4266, 9.398, 34.4267, -0.0313, -0.1247, -0.0816
O, 5.8918, 13.8035, 34.7819, -0.1582, 0.4247, 0.0614
O, 13.1283, 4.5502, 35.325, 0.1848, -0.2732, 0.2678
O, 22.877, -1.3695, 28.67, -0.3752, -0.3004, 0.1748
O, 23.9906, 11.0117, 30.6735, -0.003, -0.1502, 0.3276
O, 16.2413, 3.9432, 31.189, 0.0297, -0.0352, 0.1706
O, 7.4743, 9.0243, 35.3268, -0.0536, -0.4005, 0.2622
O, 30.1136, 8.588, 32.2148, -0.324, -0.0883, -0.541
O, 21.4413, 4.1988, 32.9863, 0.2941, -0.4948, 0.0293
O, 18.9697, 10.8251, 27.5291, 0.1219, -0.1652, 0.4347
O, 5.0303, 5.8127, 38.3414, -0.1233, -0.1068, -0.2407
O, 15.1977, 6.4423, 37.4425, -0.2963, -0.2469, -0.48
O, 6.0855, 10.0445, 37.2897, -0.4436, 0.2163, -0.106
O, -2.0402, -0.1335, 30.5857, 0.2471, 0.016, -0.039
O, 15.717, 5.0382, 35.2705, 0.0885, -0.3458, -0.1443
O, 3.9114, 1.2937, 37.161, -0.3067, -0.5004, -0.1038
O, 16.2691, 13.5729, 27.4255, -0.0755, 0.0402, 0.3998
O, 29.2661, 12.7899, 30.8527, 0.0085, 0.2926, -0.2108
O, 20.3322, 13.3228, 34.637, -0.0662, -0.5446, 0.2688
O, 13.9283, 4.2424, 30.3752, 0.104, 0.3636, -0.2386
O, 24.5186, 2.5202, 38.4946, -0.1552, 0.1122, -0.5673
O, 18.8036, 0.3871, 30.6432, 0.0183, 0.0839, 0.0613
O, 26.8374, -0.9529, 35.0669, -0.3141, -0.4344, 0.3151
O, 10.6837, 13.0023, 35.7633, 0.302, 0.2099, 0.6486
O, 0.3713, 4.5945, 37.4182, 0.0622, -0.4382, -0.3037
O, 0.9111, 7.0944, 37.1279, 0.0616, 0.0588, 0.4054
O, 13.1081, 7.1188, 31.7825, 0.0616, 0.2248, -0.257
O, 21.725, 8.2877, 27.477, -0.1437, -0.0782, 0.1491
O, 12.8115, 10.4318, 28.6735, -0.1917, 0.1666, 0.1704
O, -0.3604, 0.0101, 35.1534, -0.3753, 0.4429, -0.1107
O, 2.3082, -2.3311, 38.5392, 0.0264, 0.2441, -0.199
O, 22.0167, 2.7359, 30.8731, -0.0693, -0.3669, 0.4807
O, 18.4428, 1.446, 35.3593, -0.036, 0.411, 0.2217
O, 9.0284, 4.0465, 33.0035, 0.1496, 0.0818, 0.2208
O, 1.3896, 6.6161, 29.3936, -0.5864, -0.2329, 0.069
O, 6.9091, 4.4065, 37.3578, 0.435, -0.4831, -0.2508
O, 18.8843, 8.8489, 35.0742, 0.4228, 0.2406, -0.0097
O, 22.9664, 4.0859, 37.2269, -0.0901, -0.5309, -0.337
O, -1.7686, 0.8762, 28.2571, 0.1693, 0.0745, 0.1657
O, 28.0596, 4.775, 34.9618, 0.1996, 0.6259, 0.0239
O, 29.1166, 13.9074, 35.4768, -0.2049, -0.4979, -0.6641
O, 24.1047, 8.4747, 38.527, -0.0685, 0.0145, -0.1206
O, 5.7529, -1.6168, 31.4139, -0.341, 0.5881, -0.4655
O, 8.3589, 6.3613, 31.902, -0.0965, -0.1066, 0.078
O, 6.4751, 7.8467, 32.7941, 0.216, 0.0067, 0.2763
O, 29.9235, 10.8067, 27.6036, 0.0378, -0.0203, 0.5648
O, 29.5011, 8.4136, 38.3085, -0.1908, 0.056, -0.6806
O, 23.4234, 6.5117, 36.2616, -0.133, 0.3652, -0.1569
O, 27.6216, 10.1266, 37.6083, 0.061, 0.1612, -0.3634
O, 9.5481, 9.5113, 28.9217, 0.2918, 0.5059, -0.4953
O, 16.1043, 11.0747, 38.3005, -0.095, -0.109, -0.491
O, 29.0621, -1.0099, 28.5644, -0.0221, -0.0474, 0.3424
O, 2.6215, -0.0523, 27.6754, 0.0954, -0.1321, 0.5832
O, 0.7176, -0.4996, 37.5021, 0.4128, 0.1807, -0.2162
O, 1.5011, 12.5951, 36.1286, -0.1279, -0.202, 0.4672
O, -2.33, 0.7108, 33.036, 0.4265, 0.1994, -0.0305
O, 11.5793, 8.2863, 27.933, 0.0554, -0.3482, -0.0055
O, -1.8643, 10.0838, 34.2818, -0.1064, 0.3104, 0.5248
O, -0.4377, 5.8581, 35.2234, 0.3098, -0.2323, -0.2676
O, 3.7926, 6.1617, 28.4477, 0.2363, -0.125, 0.4599
O, -0.74, 12.4005, 28.2681, 0.1952, -0.2236, 0.2977
O, 4.8052, 8.978, 35.2419, 0.0196, -0.2865, 0.4044
O, 10.5702, 0.2186, 38.4597, 0.2579, 0.2627, -0.2692
O, 6.3272, 1.498, 36.0466, 0.3084, 0.6519, -0.1195
O, 26.6558, 13.1123, 30.9332, -0.0139, 0.1827, -0.2953
O, 7.8365, 8.578, 30.6852, -0.1846, -0.3433, -0.103
O, 24.8906, -1.2811, 30.3398, 0.2266, 0.2251, -0.1252
O, 10.9079, 13.7456, 27.5205, 0.0266, 0.0816, 0.4237
O, 11.4948, 3.3651, 30.5709, 0.1884, -0.1067, 0.4801
O, 2.3251, 8.2261, 35.2316, -0.4679, -0.0926, -0.3197
O, 24.7988, 7.2226, 30.9371, -0.0365, 0.3865, 0.2635
O, -1.4806, 11.8353, 32.3496, -0.05, 0.1628, -0.1012
O, 26.3108, 6.6809, 28.7937, 0.2255, -0.1097, 0.1837
O, 7.7489, -1.516, 33.1356, 0.5989, 0.0551, -0.0938
O, 15.2329, 1.8343, 34.2945, 0.1542, 0.5756, 0.0725
O, 3.225, 10.7878, 30.8288, 0.3136, -0.0487, -0.0139
O, 6.6682, 2.8258, 33.4302, -0.018, -0.3498, -0.3481
O, 26.8216, 2.9874, 30.4962, -0.4737, -0.2982, 0.0018
O, 25.7275, 9.5548, 29.2473, -0.0118, -0.3551, -0.1207
O, 22.5842, 7.1473, 32.4144, 0.3186, 0.2197, 0.5634
O, 14.3953, 4.4364, 33.0138, -0.0605, -0.2086, 0.1725
O, 0.7482, -1.7581, 28.5137, -0.2669, 0.3206, 0.2452
O, 29.5231, 2.9339, 38.247, 0.0734, 0.0244, -0.3331
O, 9.907, 8.0981, 35.4036, 0.5699, 0.1249, 0.0467
O, 30.1475, 5.62, 27.5957, -0.113, 0.0271, 0.6769
O, 1.9384, 8.5023, 31.1051, -0.2234, -0.1294, 0.3817
O, 3.766, 12.1629, 34.8108, -0.3557, -0.4319, -0.2718
O, 21.3182, 10.659, 35.2285, -0.6221, -0.167, -0.1745
O, 29.3611, 2.623, 34.428, 0.0602, 0.0323, 0.1624
O, -0.5479, 8.0174, 30.3891, -0.3265, -0.3178, -0.5133
O, 8.4737, 1.19, 37.3922, 0.1669, 0.1549, -0.3445
O, 28.0812, -1.2002, 37.4213, -0.1077, -0.5808, -0.078
O, 20.495, 11.8459, 37.4704, -0.2766, -0.0125, -0.2504
O, 14.9615, 9.2925, 29.6893, -0.264, -0.1039, 0.3287
O, 5.1937, 12.4584, 32.6587, 0.2696, -0.6639, -0.2258
O, 18.4321, 13.2522, 32.8426, -0.5814, 0.3806, 0.2323
O, 14.4553, 10.1589, 35.5373, 0.3586, -0.547, 0.2089
O, 18.6818, 10.5908, 33.0081, 0.2355, 0.0307, 0.2695
O, 8.2289, 3.59, 35.3889, 0.2396, -0.2789, 0.235
O, 22.2809, 0.7213, 33.2774, 0.2662, 0.3682, -0.2404
O, 17.6506, 9.2741, 37.3548, -0.2955, 0.0505, -0.4385
O, 18.5221, 2.987, 30.8995, 0.4242, 0.0084, -0.2202
O, 3.2034, 9.6109, 33.1694, -0.2089, 0.508, 0.2201
O, 22.8588, 0.8998, 35.8919, 0.7818, 0.2239, -0.0021
O, 25.2562, 12.0012, 28.5213, 0.0714, 0.3488, 0.399
O, 5.1643, 3.3696, 30.492, 0.2939, -0.1532, 0.2785
O, 1.2059, 9.1968, 28.6902, 0.3069, 0.5193, 0.2566
O, 4.5197, 0.2076, 34.7592, 0.2897, 0.14, -0.3129
O, 24.5345, 5.3721, 27.5383, -0.0414, -0.0176, 0.1602
O, 12.774, 11.9031, 34.9205, 0.0929, -0.2784, -0.3377
O, 3.1904, -1.7902, 35.6873, 0.1813, 0.3274, 0.5325
O, 14.6896, -0.31, 32.7887, -0.3019, -0.2477, 0.2819
O, 10.9594, 8.0086, 30.5688, -0.2446, 0.3386, 0.2578
O, 17.1678, 4.6396, 37.3724, 0.1908, -0.0544, -0.4494
O, 14.5879, -0.692, 30.2345, 0.7085, 0.0828, -0.2285
O, 12.8835, 14.2353, 31.6403, 0.0222, -0.2655, 0.0382
O, 22.4999, 12.804, 36.0595, 0.8179, 0.2106, -0.1166
O, 2.3021, 3.0053, 38.2522, 0.1061, -0.0806, -0.2115
O, 0.4617, 11.4487, 34.0568, 0.7037, -0.3234, 0.0478
O, 18.0731, 7.9955, 32.7323, 0.4127, -0.0638, 0.0256
O, 27.3436, 11.4274, 35.3574, 0.6247, 0.32, 0.0129
O, 9.0446, 12.3839, 28.6216, -0.2846, -0.2353, 0.0474
O, 29.1313, 0.2265, 35.4165, 0.2592, 0.221, 0.3955
O, -2.3036, 4.9972, 33.6517, 0.3556, -0.3896, -0.4013
O, 15.7267, 6.9425, 32.1699, -0.0466, -0.333, 0.0418
O, 9.8423, 1.5077, 30.8574, -0.2731, -0.2589, 0.3094
O, 3.0223, 4.8946, 30.6261, -0.5672, 0.1178, 0.339
O, 22.4955, 11.27, 32.8759, 0.0345, 0.1745, -0.0236
O, 9.0453, 11.8209, 37.3175, -0.1626, -0.6081, 0.0289
O, 9.099, 4.1869, 30.4775, -0.2676, -0.0238, -0.5133
O, 15.086, 11.5189, 33.3063, -0.3473, 0.6145, 0.1969
O, 19.6495, 7.6438, 37.3059, -0.0114, 0.0045, -0.2224
O, 22.4942, -0.9265, 31.3241, -0.2802, -0.0043, -0.0678
O, 27.7414, 10.7216, 30.4103, 0.2669, -0.0683, -0.1287
O, 19.2158, 3.9625, 34.338, -0.5224, 0.2746, -0.0188
O, 9.8079, 6.6175, 37.5701, 0.2304, -0.438, 0.1117
O, 3.565, 11.8478, 28.4929, -0.1451, -0.3412, -0.0924
O, 8.2818, 13.0386, 35.0173, -0.0692, -0.101, -0.2176
O, 4.4031, 2.8034, 35.0101, -0.4785, 0.2405, 0.1205
O, 11.1005, 13.1208, 33.1693, -0.4548, -0.4038, -0.0091
O, 25.2844, 0.9147, 33.7929, -0.3416, -0.3193, 0.0832
O, 13.5896, 0.4095, 35.7213, -0.2103, 0.3688, -0.2936
O, 5.2953, 5.9621, 31.3445, 0.5328, 0.144, -0.5117
O, 16.1554, 2.7415, 27.7555, -0.0557, -0.1107, 0.3994
O, 10.5799, -0.935, 31.6854, -0.3456, 0.0287, -0.247
O, 10.6573, 5.5744, 35.2488, 0.0181, -0.0314, -0.2539
O, 22.5704, -1.7986, 33.9435, 0.682, -0.1166, -0.056
O, 18.0084, 5.7191, 31.283, 0.5158, 0.0652, 0.4191
O, 27.8387, 11.6923, 32.8143, 0.0327, 0.1693, 0.1802
O, 25.5881, 5.2015, 35.6019, -0.1421, -0.3352, -0.1056
O, 6.8099, 1.6618, 29.3209, 0.2759, 0.3614, 0.3088
O, 14.3002, 9.0547, 33.0714, -0.3001, 0.2598, -0.4046
O, 25.8599, 10.0623, 33.6517, -0.4298, 0.2101, -0.6988
O, -0.6388, 6.896, 32.8067, 0.4561, -0.2959, -0.3708
O, 8.8899, 8.7791, 33.1154, 0.5766, 0.0292, -0.1895
O, 26.6493, 5.4848, 31.2135, -0.0692, -0.07, 0.3568
O, -0.8269, 13.6175, 30.5013, 0.1416, 0.229, 0.1435
O, 16.9889, 9.1444, 28.0325, -0.3358, 0.2092, 0.2355
O, 20.3241, 7.575, 31.1457, -0.6289, 0.5908, -0.1034
O, 8.093, 6.1813, 35.6831, -0.2197, 0.6098, 0.0143
O, -0.0775, -0.2955, 32.4977, 0.1628, 0.0463, -0.2571
O, 22.725, -0.2902, 38.1256, -0.0388, 0.2683, -0.0938
O, 15.3021, 1.6809, 37.1172, 0.3357, 0.2847, -0.1983
O, 19.9752, -1.9089, 30.0369, 0.004, 0, 0.1656
O, 21.2851, 5.1279, 35.4986, -0.2945, -0.2046, 0.0558

Results
total energy: -218735.042 eV
total energy less fixed offsets of O -438.35, Si -107.03 eV per atom: -16.322 eV
